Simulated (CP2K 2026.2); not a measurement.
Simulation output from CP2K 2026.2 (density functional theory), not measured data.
Periodic cell of 1362 atoms, Si912O450, from a study of silicon, its oxide and their interface. The atomic structure is a simulated model.
Doubt: the forces sum to 2.28 eV/angstrom along one axis rather than to zero, so they err by at least 0.0017 eV/angstrom per atom on average; the grid cutoff is modest.

Settings: functional PBE; method Gaussian and plane waves; basis set DZVP-MOLOPT-SR-GTH; pseudopotentials GTH-PBE; grid cutoff 300 Ry, relative cutoff 40 Ry; k points Gamma only; occupations fixed; spin none; net charge 0.

Cell vectors (angstrom)
a  46.1613  0  0
b  0  15.3871  0
c  4.7254  3.9417  33.5572

Atoms: element, x, y, z (angstrom)
Si  -4.4862  0.2472  -1.2141
Si  -4.4191  3.3503  -1.138
Si  -3.7104  -7.1698  -0.6385
Si  -3.1061  -3.842  1.7282
Si  -0.8306  -0.016  1.6621
Si  0.1118  3.8137  -0.3226
Si  0.3863  -8.5536  -1.1119
Si  0.643  -3.4048  -1.1581
Si  3.6098  -0.4097  -0.33
Si  3.2346  4.056  -0.4213
Si  3.409  -8.9536  -0.6082
Si  3.6055  -3.5764  -0.7583
Si  8.3526  -0.6484  -1.205
Si  7.9922  3.7394  -0.6415
Si  8.4561  -8.5988  -1.1788
Si  7.999  -3.7209  -1.3799
Si  0.7601  -0.2809  -0.9137
Si  -0.7526  3.8256  1.7864
Si  -0.7359  -7.6943  1.6508
Si  -0.7019  -3.8329  1.7304
Si  3.9049  -2.0935  2.8171
Si  4.4978  3.6567  1.5175
Si  4.3622  -7.9681  1.393
Si  4.3486  -4.0141  1.4741
Si  6.9443  -0.1859  1.5756
Si  6.9316  3.6653  1.4529
Si  7.4981  -5.9588  2.5945
Si  6.7694  -3.9749  1.5443
Si  12.2806  -0.0595  1.3471
Si  12.1823  3.8061  1.3644
Si  12.1531  -7.6729  1.4664
Si  14.6228  -4.0863  -3.2677
Si  -0.1382  1.8691  2.89
Si  -0.1211  5.7782  2.8995
Si  -0.1161  -5.7945  2.8877
Si  -0.1308  -1.899  2.9134
Si  3.9271  1.8033  2.8308
Si  3.9458  5.5884  2.8131
Si  3.8452  -5.9832  2.6548
Si  4.5775  -0.1344  1.7072
Si  7.5653  1.7825  2.7282
Si  7.5037  5.6376  2.6574
Si  6.8055  -7.8945  1.323
Si  7.5329  -2.096  2.7897
Si  11.6351  1.8585  2.6152
Si  11.5787  5.7289  2.6237
Si  11.607  -5.7648  2.7078
Si  11.6621  -1.9125  2.7128
Si  -1.9713  1.8945  4.3495
Si  -1.9586  5.801  4.3482
Si  -1.9084  -5.7815  4.3944
Si  -1.933  -1.9105  4.4036
Si  1.9082  1.8467  4.0675
Si  1.9285  5.6877  4.0631
Si  1.9234  -5.8611  4.0411
Si  1.9154  -1.9773  4.0777
Si  5.7744  1.8129  4.2644
Si  5.7709  5.6484  4.2502
Si  5.7048  -5.9382  4.1315
Si  5.7317  -2.0685  4.2907
Si  9.6197  1.8339  3.9044
Si  9.5579  5.6918  3.8786
Si  9.54  -5.851  3.8821
Si  9.6089  -2.007  3.9387
Si  -1.9486  0.0074  5.6993
Si  -1.9499  3.8498  5.6304
Si  -1.9312  7.6906  5.6936
Si  -1.9149  -3.8486  5.6845
Si  1.924  -0.0607  5.461
Si  1.91  3.7752  5.4455
Si  1.9277  7.6203  5.4379
Si  1.9271  -3.9228  5.4254
Si  5.7504  -0.1117  5.5715
Si  5.7759  3.7382  5.5758
Si  5.7487  7.5884  5.5358
Si  5.7482  -4.0243  5.5254
Si  9.6005  -0.0754  5.3251
Si  9.6039  3.7704  5.2932
Si  9.582  7.6175  5.2905
Si  9.5929  -3.9413  5.3103
Si  0.0483  -0.0258  6.9082
Si  0.0283  3.813  6.8837
Si  0.0616  7.6583  6.9048
Si  0.0696  -3.8815  6.9022
Si  3.8106  -0.0697  6.8727
Si  3.811  3.7707  6.8516
Si  3.8135  7.6176  6.8523
Si  3.815  -3.9372  6.8417
Si  7.7342  -0.0835  6.7983
Si  7.7533  3.7594  6.7966
Si  7.7264  7.6171  6.7785
Si  7.7234  -3.9517  6.7775
Si  11.4817  -0.0623  6.7704
Si  11.4853  3.7842  6.7428
Si  11.4748  7.64  6.7385
Si  11.4868  -3.9179  6.7464
Si  0.0124  1.8796  13.6737
Si  0.0308  5.769  13.5872
Si  0.0131  -5.7775  13.6799
Si  0.0241  -1.9448  13.6543
Si  3.8601  1.8501  13.682
Si  3.858  5.7005  13.6693
Si  3.9014  -5.8411  13.6344
Si  3.8696  -1.9592  13.6991
Si  7.6667  1.8701  13.5927
Si  7.6824  5.6887  13.5827
Si  7.7072  -5.8694  13.585
Si  7.6736  -1.9883  13.5894
Si  11.5464  1.8514  13.5314
Si  11.5619  5.7172  13.4913
Si  11.5665  -5.8395  13.5067
Si  11.5148  -1.981  13.528
Si  -1.9229  1.9278  15.0095
Si  -1.8717  5.8607  14.922
Si  -1.9215  -5.718  15.0493
Si  -1.9184  -1.9464  14.9646
Si  1.9336  1.8266  15.0605
Si  1.8959  5.6906  15.0035
Si  1.9805  -5.8263  14.9889
Si  1.9231  -1.9541  15.0612
Si  5.7857  1.8613  15.0321
Si  5.7942  5.6812  15.008
Si  5.822  -5.8916  14.9973
Si  5.814  -1.9761  15.0434
Si  9.6203  1.8795  14.8796
Si  9.6526  5.7106  14.8521
Si  9.6692  -5.8774  14.8715
Si  9.6027  -1.9414  14.9091
Si  -1.9778  -0.0584  16.3107
Si  -1.871  3.952  16.2315
Si  -1.8831  -7.6578  16.3638
Si  -1.8874  -3.7901  16.4263
Si  1.9061  -0.0686  16.5082
Si  1.8485  3.7619  16.3913
Si  1.9467  -7.7595  16.3276
Si  1.969  -3.9203  16.3693
Si  5.8251  -0.0378  16.4266
Si  5.73  3.7796  16.4054
Si  5.8363  -7.8118  16.3946
Si  5.8091  -3.9616  16.327
Si  9.5277  0.0073  16.2798
Si  9.6436  3.8095  16.2053
Si  9.6797  -7.7996  16.2446
Si  9.6502  -3.9286  16.1519
Si  -0.1538  -0.0329  17.774
Si  -0.0945  3.8188  17.751
Si  0.0859  5.8144  18.975
Si  0.0806  -3.8763  17.7693
Si  3.9372  -0.1498  17.8057
Si  3.8519  1.8425  19.0904
Si  2.0557  -6.1584  20.4867
Si  3.91  -3.9859  17.7055
Si  7.7336  0.0256  17.8488
Si  7.9241  5.6489  19.0442
Si  7.834  -7.8087  17.6847
Si  7.8005  -3.941  17.5567
Si  11.4261  -0.1094  17.6133
Si  11.6348  3.8256  17.453
Si  11.198  -5.8178  18.9105
Si  11.4348  -3.8456  17.6638
Si  -0.9297  1.9161  18.947
Si  0.0531  -7.6196  17.7073
Si  0.0749  -5.7584  19.2203
Si  0.2454  -1.9674  19.113
Si  3.7383  3.7786  17.7593
Si  3.8834  5.6437  19.2132
Si  3.8561  -7.8974  17.6827
Si  4.2715  -2.158  19.1201
Si  8.0665  2.0815  19.1513
Si  7.7637  3.8061  17.6064
Si  8.1253  -5.8529  18.934
Si  8.1909  -2.0614  18.9149
Si  10.1682  2.4931  20.1263
Si  11.6864  5.5978  19.0135
Si  11.5549  -7.8135  17.6748
Si  11.6528  -1.3179  21.9779
Si  -1.0721  -1.3973  21.6248
Si  13.6957  5.9488  20.2253
Si  6.5373  -5.752  20.6312
Si  -0.1794  1.426  21.0789
Si  2.7538  1.2952  21.0869
Si  1.8632  6.0585  20.4923
Si  3.8331  -5.9739  18.9802
Si  2.3196  -1.7543  20.3122
Si  6.3468  3.0067  20.6508
Si  5.9793  5.419  20.3355
Si  3.6935  -8.0403  24.0521
Si  7.6649  -1.1322  22.4817
Si  11.9639  1.8923  18.7073
Si  9.8717  4.9567  20.3459
Si  13.6059  -6.3003  20.6343
Si  10.6969  -1.9607  18.9671
Si  4.6656  -7.5977  -2.9702
Si  6.29  -8.0857  -5.5716
Si  1.2174  -1.3917  26.1374
Si  -0.2991  -3.1247  24.1764
Si  7.7463  5.5424  24.4157
Si  0.0517  5.1147  22.7601
Si  3.9469  -2.3538  24.6642
Si  4.8451  2.308  23.2332
Si  5.9881  7.0022  22.132
Si  -0.1868  4.6558  -6.9764
Si  1.6654  0.7431  -6.632
Si  15.0591  1.3974  26.1015
Si  10.3597  -9.0059  23.211
Si  9.7946  -3.2629  23.2588
Si  9.7041  1.0171  21.8543
Si  2.6876  -6.3994  -4.9599
Si  9.0288  -4.7295  25.6761
Si  -3.9697  -4.0612  -0.3962
Si  14.347  2.7055  23.4237
Si  10.4475  -6.0072  23.5273
Si  2.7263  -1.6581  -5.163
Si  13.5384  -5.6678  23.7015
Si  12.7324  -1.4546  -5.832
Si  1.2625  -8.0213  -7.0594
Si  11.9235  4.3252  24.5442
Si  -3.764  5.259  -3.6534
Si  -1.8648  -5.291  -4.845
Si  4.2305  0.1535  -3.2402
Si  9.1026  2.8533  24.3143
Si  1.0053  -4.0734  -5.6343
Si  5.9172  -0.1271  24.7293
Si  7.811  -0.9287  -6.4174
Si  6.3517  -2.6015  20.3895
Si  5.325  -5.4058  -5.8481
Si  5.0942  -2.6374  -6.7241
Si  3.7393  4.4076  25.2779
Si  8.4752  -9.4261  -4.1063
Si  15.6104  -7.6861  24.3285
Si  17.4425  -5.5032  23.1032
Si  6.7329  3.4705  -3.4366
Si  -1.7151  -7.856  -3.0177
Si  -2.5324  -0.405  -3.3932
Si  3.8538  3.1818  -3.3902
Si  5.6505  -4.8775  -2.7724
Si  1.2234  2.9656  -4.7577
Si  -0.4508  1.803  -2.5362
Si  -2.9793  3.5934  -6.1689
Si  7.1696  0.4437  -3.7935
Si  11.404  -0.0305  -0.8318
Si  10.8192  2.9412  -1.3017
Si  11.3529  -7.3959  -0.706
Si  12.2471  -3.8182  1.4938
Si  14.6974  -0.015  1.3147
Si  15.5273  3.7863  -0.6581
Si  15.5625  -8.5108  -1.481
Si  15.8255  -3.4758  -0.6294
Si  18.9958  -0.3476  -0.4331
Si  18.5394  3.9222  -0.4781
Si  18.4877  -8.4935  -1.1558
Si  18.9372  -3.4566  -0.5706
Si  23.7763  -0.6048  -1.0804
Si  23.4909  3.9033  -0.5881
Si  23.9284  -8.4603  -1.0413
Si  23.089  -3.6784  -0.9513
Si  15.8814  -0.3297  -0.7373
Si  14.5981  3.8079  1.4575
Si  14.5666  -7.7205  1.406
Si  14.6715  -3.844  1.394
Si  19.382  -2.0033  2.7755
Si  19.8651  3.7327  1.4495
Si  19.8194  -7.6787  1.4372
Si  20.0073  -3.8721  1.4472
Si  22.3365  -0.0098  1.5814
Si  22.3133  3.7696  1.4248
Si  22.9772  -5.8079  2.5562
Si  22.4198  -3.8457  1.3378
Si  27.675  0.047  1.4927
Si  27.6554  3.8878  1.3689
Si  27.6562  -7.5611  1.4958
Si  -16.1705  -4.1349  -3.2885
Si  15.2375  1.8725  2.642
Si  15.2155  5.7471  2.6504
Si  15.2533  -5.7893  2.6115
Si  15.2611  -1.921  2.6529
Si  19.3257  1.8838  2.7846
Si  19.2977  5.7227  2.6442
Si  19.3386  -5.7635  2.6948
Si  19.9484  -0.046  1.6311
Si  22.9508  1.9247  2.7562
Si  22.9029  5.7452  2.6312
Si  22.2452  -7.7473  1.3409
Si  22.9913  -1.9718  2.6999
Si  27.05  1.9907  2.6756
Si  27.018  5.8262  2.6046
Si  27.0528  -5.6835  2.7577
Si  27.0761  -1.8142  2.7993
Si  13.4328  1.8711  4.143
Si  13.4002  5.7359  4.1375
Si  13.4581  -5.7835  4.1545
Si  13.4773  -1.927  4.1897
Si  17.2555  1.892  3.9163
Si  17.2629  5.7328  3.8765
Si  17.2792  -5.7781  3.8793
Si  17.2952  -1.9623  3.9043
Si  21.1477  1.9218  4.2514
Si  21.1126  5.7669  4.1492
Si  21.1954  -5.7865  4.1271
Si  21.2007  -1.9653  4.2319
Si  25.0158  1.9554  3.9246
Si  24.9723  5.7892  3.852
Si  24.9781  -5.7567  3.8967
Si  25.0117  -1.8951  3.9553
Si  13.4502  -0.0207  5.5116
Si  13.4411  3.8048  5.4578
Si  13.4377  7.6625  5.4636
Si  13.4649  -3.8708  5.4877
Si  17.2921  -0.0375  5.3016
Si  17.2762  3.8238  5.295
Si  17.2895  7.6699  5.2626
Si  17.2857  -3.8767  5.3026
Si  21.1674  -0.0224  5.527
Si  21.1412  3.8676  5.5147
Si  21.1527  -7.6977  5.4637
Si  21.1876  -3.8949  5.5092
Si  24.9995  0.0357  5.3344
Si  25.0032  3.8881  5.2967
Si  24.9875  -7.6841  5.2836
Si  25.006  -3.8377  5.3168
Si  15.4248  -0.0332  6.7637
Si  15.4044  3.8123  6.7421
Si  15.416  7.6584  6.7286
Si  15.4241  -3.8802  6.7637
Si  19.177  -0.0256  6.7559
Si  19.161  3.8373  6.7521
Si  19.1735  -7.7018  6.7217
Si  19.1894  -3.8771  6.7352
Si  23.1282  0.0177  6.7896
Si  23.1203  3.8677  6.7582
Si  23.1127  -7.6924  6.7441
Si  23.1384  -3.8502  6.7831
Si  26.8885  0.0386  6.7789
Si  26.8815  3.8917  6.7577
Si  26.8794  -7.6518  6.7427
Si  26.8914  -3.8176  6.7709
Si  15.3565  1.8493  13.5484
Si  15.423  5.7543  13.5263
Si  15.3772  -5.8044  13.5847
Si  15.4065  -1.9761  13.5905
Si  19.2202  1.9022  13.581
Si  19.2277  5.7499  13.6001
Si  19.2775  -5.7924  13.5711
Si  19.216  -1.9294  13.6379
Si  23.0188  1.9555  13.5548
Si  23.0518  5.7859  13.5543
Si  23.0598  -5.7727  13.5746
Si  23.0223  -1.9027  13.5672
Si  26.9214  1.9652  13.5321
Si  26.9267  5.8201  13.5089
Si  26.9118  -5.7379  13.5415
Si  26.8903  -1.9044  13.5486
Si  13.4409  1.8127  14.9155
Si  13.4856  5.7683  14.8188
Si  13.4256  -5.8001  14.9322
Si  13.4337  -2.0317  14.8592
Si  17.274  1.8555  14.912
Si  17.2949  5.7212  14.9684
Si  17.3448  -5.7985  14.8911
Si  17.2956  -1.9367  15.038
Si  21.1188  1.939  14.9703
Si  21.1566  5.7778  14.9575
Si  21.1737  -5.7827  14.9887
Si  21.1437  -1.9073  15.0068
Si  24.9743  1.9887  14.8493
Si  25.0083  5.8172  14.8602
Si  24.9968  -5.7838  14.9107
Si  24.9482  -1.8801  14.8992
Si  13.3601  -0.18  16.2397
Si  13.5068  3.8424  16.1107
Si  13.4346  -7.7432  16.239
Si  13.3886  -3.8767  16.3086
Si  17.2403  0.0324  16.4083
Si  17.2342  3.7381  16.2965
Si  17.3763  -7.6895  16.274
Si  17.3198  -3.9393  16.3234
Si  21.0971  0.0368  16.3736
Si  21.1074  3.8698  16.3338
Si  21.2405  -7.714  16.3632
Si  21.1529  -3.852  16.3528
Si  24.8946  0.0931  16.2107
Si  24.9996  3.9094  16.2021
Si  25.0418  -7.7127  16.296
Si  24.9541  -3.8377  16.2142
Si  15.1959  -0.0967  17.6725
Si  15.2804  3.7251  17.6317
Si  15.4643  5.7559  18.7727
Si  15.3323  -3.96  17.6115
Si  19.2041  0.0748  17.8002
Si  19.4153  2.0465  19.1525
Si  17.2026  -6.1076  20.1958
Si  19.244  -3.8748  17.7345
Si  23.0474  0.1436  17.689
Si  23.2438  5.7049  19.1266
Si  23.1916  -7.7413  17.7487
Si  23.0934  -3.8728  17.6792
Si  26.8401  0.0729  17.4888
Si  26.959  3.9261  17.5029
Si  26.6539  -5.7067  18.9037
Si  26.8855  -3.8176  17.5431
Si  14.4021  1.8241  18.8279
Si  15.3873  -7.69  17.5141
Si  15.2449  -5.854  18.9922
Si  15.616  -2.0819  18.9489
Si  19.1297  3.839  17.6645
Si  19.2229  5.7448  19.0146
Si  19.3011  -7.6984  17.6798
Si  18.8104  -1.9322  19.0127
Si  23.2787  2.1013  19.0368
Si  23.1153  3.9193  17.5831
Si  23.5318  -5.8014  19.039
Si  23.3908  -1.8568  18.8507
Si  25.3165  2.5107  20.2398
Si  27.0241  5.6692  19.093
Si  26.9378  -7.7409  17.7195
Si  -19.0209  -1.4188  21.6726
Si  14.749  -1.5261  21.7307
Si  29.0557  6.0661  20.2961
Si  21.4943  -5.4823  21.3125
Si  15.1879  1.3974  20.941
Si  18.1538  1.7277  21.1081
Si  17.2377  6.1213  20.2553
Si  19.2107  -5.8055  19.0923
Si  19.388  -0.931  21.7192
Si  21.3813  2.8492  20.2628
Si  21.1874  5.2721  20.1696
Si  20.2774  -6.7957  23.6646
Si  22.1815  -0.1988  22.6936
Si  27.198  1.9925  18.7747
Si  25.1949  4.9765  20.428
Si  29.0225  -6.1964  20.6757
Si  26.5232  -1.8547  18.7581
Si  19.9752  -7.7256  -3.5257
Si  22.1705  -7.6492  -5.5935
Si  16.2455  -1.3991  26.2279
Si  15.5097  -3.3804  24.1606
Si  23.1439  5.0136  24.2654
Si  15.5054  5.1517  22.5037
Si  18.925  -1.315  24.6014
Si  20.1487  3.0212  22.9785
Si  20.9081  -9.6072  22.4343
Si  15.2046  5.2032  -6.9108
Si  17.0681  1.2234  -6.6272
Si  -15.7172  1.4083  26.1891
Si  -20.4632  -9.1962  23.3931
Si  -20.8445  -3.5991  22.809
Si  24.9562  0.9382  21.9802
Si  18.5203  -6.9967  -5.9843
Si  -21.1159  -4.4326  25.6492
Si  10.9813  -4.3901  -1.2798
Si  -16.1899  2.8325  23.4809
Si  -20.0952  -6.1857  23.7005
Si  18.2207  -1.1233  -5.1057
Si  -17.0333  -5.5664  23.7564
Si  -18.1348  -1.2816  -5.6171
Si  15.5347  -7.0449  -6.7608
Si  -18.6676  4.3318  24.6667
Si  11.2805  4.6601  -3.9402
Si  13.1672  -6.2337  -4.8288
Si  19.822  0.5151  -3.1666
Si  24.8722  2.521  24.6507
Si  15.7062  -2.6654  -5.5699
Si  20.8665  1.0242  24.9968
Si  23.2714  -0.8364  -6.279
Si  22.6319  -2.7364  21.61
Si  20.8498  -4.9699  -5.6811
Si  20.5172  -2.2846  -6.7621
Si  14.0896  1.2403  -5.6177
Si  24.1421  -9.1698  -4.0331
Si  -15.0063  -7.6817  24.4395
Si  -13.3349  -5.7278  22.7206
Si  22.4191  3.6997  -3.491
Si  13.0157  -8.5322  -3.0191
Si  12.2907  -2.2302  -2.9486
Si  19.4534  3.5006  -3.4441
Si  20.6476  -4.8096  -2.7011
Si  16.9611  3.5968  -4.863
Si  15.1757  1.8672  -2.8747
Si  12.5917  3.7678  -6.5759
Si  22.8733  0.6594  -3.7131
Si  -19.3448  -0.0449  -0.6731
Si  -19.8912  2.9463  -1.2547
Si  -19.4266  -7.2136  -0.6049
Si  27.4069  -3.7131  1.4976
Si  30.0838  0.0374  1.4755
Si  -15.0979  3.9082  -0.6457
Si  -15.1713  -8.3876  -1.4701
Si  -14.1374  -3.4362  -1.2191
Si  -11.4412  -0.0741  -0.5754
Si  -12.023  4.1601  -0.6567
Si  -12.2354  -8.1071  -1.3521
Si  -11.1583  -3.2345  -0.9401
Si  -6.7971  -0.2323  -1.1122
Si  -7.3692  4.0884  -0.5929
Si  -6.5209  -8.2691  -1.0925
Si  -7.0499  -3.3007  -0.6199
Si  -14.4199  -0.2831  -1.1868
Si  30.0714  3.8897  1.4577
Si  30.0674  -7.6264  1.4554
Si  30.4737  -3.7586  1.491
Si  -11.3058  -1.832  2.6688
Si  -10.8427  3.9352  1.3911
Si  -11.1368  -7.481  1.3624
Si  -10.6259  -3.7057  1.3281
Si  -8.2504  0.1879  1.6522
Si  -8.4126  3.9203  1.4796
Si  -7.6986  -5.5972  2.7352
Si  -8.1888  -3.6606  1.4515
Si  -3.2168  -0.0443  1.6858
Si  -3.1254  3.8615  1.6645
Si  -3.1206  -7.6392  1.5942
Si  -1.8818  -3.2937  -2.6477
Si  30.6819  1.9782  2.692
Si  30.6599  5.825  2.6872
Si  30.7402  -5.7311  2.7179
Si  30.745  -1.8207  2.7789
Si  -11.3951  2.0641  2.7328
Si  -11.4611  5.8899  2.6218
Si  -11.374  -5.5588  2.6638
Si  -10.664  0.1636  1.5724
Si  -7.8  2.1019  2.8755
Si  -7.7624  5.887  2.6696
Si  -8.0198  -7.493  1.3849
Si  -7.7329  -1.7994  2.8186
Si  -3.795  1.9316  2.8433
Si  -3.7543  5.8178  2.8164
Si  -3.6998  -5.7674  2.9107
Si  -3.7505  -1.9358  2.9372
Si  28.8622  1.9851  4.1855
Si  28.8221  5.8283  4.15
Si  28.9017  -5.6768  4.1995
Si  28.9094  -1.8616  4.2474
Si  -13.4454  2.0132  3.931
Si  -13.4576  5.8419  3.9166
Si  -13.3951  -5.6545  3.9455
Si  -13.3543  -1.8235  3.939
Si  -9.6426  2.0769  4.2948
Si  -9.6237  5.9334  4.1276
Si  -9.5685  -5.642  4.1714
Si  -9.5809  -1.8171  4.2555
Si  -5.785  2.0155  4.0961
Si  -5.795  5.8305  4.0198
Si  -5.7475  -5.6984  4.07
Si  -5.7715  -1.873  4.1163
Si  28.87  0.0756  5.534
Si  28.8552  3.9156  5.4978
Si  28.8564  -7.633  5.4842
Si  28.8938  -3.7852  5.5557
Si  -13.4175  0.0924  5.3392
Si  -13.456  3.9329  5.3347
Si  -13.423  -7.6102  5.3115
Si  -13.425  -3.7434  5.3488
Si  -9.617  0.1146  5.5717
Si  -9.6236  4.0295  5.5404
Si  -9.6106  -7.5715  5.5043
Si  -9.5864  -3.7533  5.5534
Si  -5.7803  0.0706  5.4642
Si  -5.7709  3.9362  5.4577
Si  -5.7883  -7.6393  5.427
Si  -5.7646  -3.798  5.4818
Si  -15.3131  0.0743  6.7854
Si  -15.3401  3.9217  6.7766
Si  -15.3251  -7.6207  6.7537
Si  -15.2993  -3.7669  6.8077
Si  -11.5779  0.0942  6.8303
Si  -11.5862  3.959  6.8048
Si  -11.5684  -7.6026  6.7889
Si  -11.5578  -3.7631  6.8097
Si  -7.6724  0.0832  6.8747
Si  -7.6804  3.9473  6.8533
Si  -7.6809  -7.6162  6.8417
Si  -7.6629  -3.7819  6.8806
Si  -3.9205  0.0371  6.9321
Si  -3.9028  3.8906  6.9093
Si  -3.9193  -7.6598  6.9042
Si  -3.8917  -3.8115  6.9233
Si  -15.4065  1.9684  13.5704
Si  -15.3676  5.8485  13.5655
Si  -15.3911  -5.7223  13.5991
Si  -15.3681  -1.8749  13.6123
Si  -11.5485  1.986  13.6729
Si  -11.5559  5.8318  13.668
Si  -11.4929  -5.6944  13.6492
Si  -11.5622  -1.8422  13.7209
Si  -7.7543  2.0197  13.6611
Si  -7.7194  5.842  13.6376
Si  -7.7072  -5.7029  13.6679
Si  -7.7514  -1.8465  13.6696
Si  -3.8255  1.9724  13.6197
Si  -3.8171  5.8289  13.6035
Si  -3.8185  -5.733  13.6456
Si  -3.861  -1.8932  13.6373
Si  28.8314  1.9626  14.9051
Si  28.8459  5.8579  14.85
Si  28.8116  -5.7331  14.9164
Si  28.8256  -1.9361  14.8771
Si  -13.5134  1.9538  14.977
Si  -13.5012  5.8097  15.0174
Si  -13.4413  -5.7054  14.9412
Si  -13.5007  -1.8392  15.0939
Si  -9.6519  2.0024  15.0816
Si  -9.6231  5.8539  15.0214
Si  -9.5937  -5.6803  15.0791
Si  -9.6353  -1.8526  15.1031
Si  -5.7727  2.0548  14.9229
Si  -5.751  5.8457  14.9274
Si  -5.7491  -5.7426  14.9768
Si  -5.8022  -1.8238  14.9746
Si  28.7781  -0.0233  16.186
Si  28.8568  3.9531  16.1746
Si  28.8022  -7.6527  16.2604
Si  28.8459  -3.8297  16.2788
Si  -13.5468  0.1272  16.4722
Si  -13.578  3.8381  16.3601
Si  -13.4078  -7.6013  16.315
Si  -13.466  -3.8441  16.3732
Si  -9.6362  0.0775  16.4751
Si  -9.6737  3.9617  16.412
Si  -9.5393  -7.6281  16.409
Si  -9.6181  -3.7732  16.4961
Si  -5.8243  0.1695  16.2657
Si  -5.7411  3.9621  16.2995
Si  -5.7196  -7.6809  16.3365
Si  -5.7651  -3.7892  16.2631
Si  30.539  0.033  17.7119
Si  30.6272  3.8521  17.7106
Si  30.8398  5.9096  18.8433
Si  30.7368  -3.9069  17.6892
Si  -11.5615  0.1273  17.8532
Si  -11.3336  2.1269  19.1306
Si  32.6041  -6.3596  20.4098
Si  -11.5878  -3.8172  17.8371
Si  -7.6408  0.1855  17.7612
Si  -7.5458  5.8025  19.1769
Si  -7.5826  -7.6751  17.7669
Si  -7.5988  -3.7775  17.7424
Si  -3.927  0.1046  17.6205
Si  -3.7469  4.0188  17.5755
Si  -4.0894  -5.6669  18.8913
Si  -3.8888  -3.6874  17.6765
Si  -16.5053  1.9498  18.8566
Si  30.7535  -7.5873  17.5312
Si  30.7217  -5.8231  19.0978
Si  30.9482  -1.977  18.9693
Si  -11.6753  3.9599  17.7184
Si  -11.596  5.8725  19.0851
Si  -11.4786  -7.6066  17.7186
Si  -12.013  -1.8603  19.1019
Si  -7.4607  2.1575  19.1083
Si  -7.6513  3.9843  17.6556
Si  -7.1874  -5.7438  19.0376
Si  -6.9859  -1.788  18.8641
Si  -5.3451  2.7509  20.1136
Si  -3.705  5.8058  19.1721
Si  -3.8013  -7.6879  17.7203
Si  -3.9978  -1.4807  21.1807
Si  -16.0523  -1.3893  21.7224
Si  -1.6833  6.1001  20.4483
Si  -9.2083  -5.3272  21.2527
Si  -15.6293  1.5132  20.9132
Si  -12.6482  1.8418  21.0213
Si  32.6019  6.5291  20.2967
Si  -11.6456  -5.7665  19.1987
Si  -11.3772  -0.8233  21.7847
Si  -9.3938  2.8957  20.3036
Si  -9.6108  5.31  20.1969
Si  -10.4703  -6.683  23.4946
Si  -8.5821  -0.1943  22.7956
Si  -3.4338  2.071  18.8077
Si  -5.5708  5.1612  20.458
Si  -1.6928  -6.128  20.7308
Si  -4.546  -1.7638  18.9158
Si  -10.4242  -6.9474  -3.6537
Si  -8.337  -7.3723  -5.6644
Si  -14.3187  -1.2847  26.1767
Si  -15.1033  -3.3268  23.9628
Si  -7.6709  4.8286  24.2559
Si  -15.238  5.338  22.5683
Si  -11.6192  -0.9194  24.7793
Si  -10.7671  3.0669  22.9802
Si  -9.8746  -9.6029  22.4588
Si  -15.4648  5.3329  -7.0447
Si  -13.6933  0.9704  -6.569
Si  -0.882  0.9637  26.2663
Si  -5.1702  -9.286  23.5695
Si  -5.1543  -3.7396  22.6975
Si  -5.808  0.8099  22.3734
Si  -12.0799  -6.2981  -6.1743
Si  -5.399  -4.0748  25.6065
Si  -20.0915  -4.2673  -1.1686
Si  -1.2947  2.5934  23.5953
Si  -4.536  -6.2685  23.9557
Si  -12.6172  -1.2845  -4.8367
Si  -1.5714  -5.669  23.7884
Si  -3.1225  0.6156  -6.2195
Si  -15.1418  -6.944  -6.7097
Si  -3.4636  4.0562  24.902
Si  -19.3276  4.6806  -3.83
Si  -17.5539  -6.2753  -4.8191
Si  -10.757  0.5749  -3.3533
Si  -6.0279  2.3758  24.812
Si  -15.1991  -2.5621  -5.5067
Si  -10.1626  0.8818  25.0398
Si  -6.041  -0.1185  -6.3046
Si  -7.8659  -2.7209  21.6473
Si  -8.1761  -4.1665  -5.7203
Si  -11.1126  -3.3512  -6.4101
Si  -16.6476  1.2888  -5.5542
Si  -6.5616  -8.8974  -3.9322
Si  0.7089  -7.7466  24.5171
Si  2.2486  -3.8805  22.6366
Si  -8.262  3.8564  -3.5027
Si  -17.7845  -8.4496  -2.9448
Si  -18.4702  -2.191  -2.7348
Si  -11.1888  3.5447  -3.6257
Si  -8.8322  -4.354  -2.7587
Si  -13.6705  3.614  -5.0871
Si  -15.3994  1.9941  -2.9689
Si  -18.0024  3.834  -6.5118
Si  -7.8242  0.8368  -3.8934
Si  0.0464  -1.9536  8.2521
Si  0.0337  1.9001  8.2501
Si  0.0412  5.7341  8.2428
Si  0.0481  -5.7979  8.2527
Si  3.8237  -2.0068  8.2023
Si  3.8171  1.8582  8.2142
Si  3.8152  5.6963  8.2049
Si  3.8208  -5.8434  8.2051
Si  7.7084  -2.0174  8.1387
Si  7.7195  1.8413  8.158
Si  7.7205  5.6924  8.1425
Si  7.7149  -5.8557  8.1525
Si  11.4939  -1.9948  8.1182
Si  11.4994  1.8666  8.1218
Si  11.5022  5.7122  8.101
Si  11.5025  -5.8325  8.1163
Si  15.4171  -1.9598  8.1224
Si  15.4188  1.8923  8.114
Si  15.4124  5.7374  8.0976
Si  15.4162  -5.8109  8.1071
Si  19.1953  -1.9547  8.1075
Si  19.1871  1.9068  8.1067
Si  19.1786  -9.62  8.1002
Si  19.1925  -5.7898  8.1015
Si  23.11  -1.9168  8.1306
Si  23.1003  1.9468  8.1299
Si  23.1025  -9.6028  8.1183
Si  23.104  -5.7773  8.1234
Si  26.8943  -1.8909  8.1349
Si  26.8928  1.9682  8.1307
Si  26.8958  -9.5709  8.1161
Si  26.8958  -5.7393  8.1279
Si  -15.3339  -1.8457  8.1627
Si  -15.3399  1.9962  8.1467
Si  -15.3397  -9.5392  8.133
Si  -15.3326  -5.7078  8.1424
Si  -11.5624  -1.8426  8.1794
Si  -11.5656  2.0253  8.1703
Si  -11.5739  -9.5163  8.1691
Si  -11.5616  -5.6874  8.1652
Si  -7.6778  -1.8487  8.2265
Si  -7.689  2.0144  8.2177
Si  -7.6803  -9.531  8.2186
Si  -7.6875  -5.7073  8.2245
Si  -3.89  -1.8906  8.2752
Si  -3.8982  1.9658  8.2647
Si  -3.888  -9.5783  8.2614
Si  -3.8928  -5.7388  8.2602
Si  1.9482  -1.9732  9.619
Si  1.938  1.8799  9.6174
Si  1.9378  5.7176  9.6172
Si  1.952  -5.8081  9.6161
Si  5.7792  -1.998  9.5135
Si  5.7756  1.8534  9.5161
Si  5.7773  5.6928  9.5041
Si  5.775  -5.8402  9.5183
Si  9.6034  -2  9.5162
Si  9.6154  1.8506  9.5248
Si  9.6206  5.6986  9.51
Si  9.6132  -5.8424  9.5147
Si  13.4575  -1.9818  9.4401
Si  13.466  1.869  9.442
Si  13.464  5.7199  9.4276
Si  13.466  -5.8143  9.4405
Si  17.3129  -1.9606  9.5123
Si  17.3083  1.8949  9.5108
Si  17.2975  -9.6392  9.5052
Si  17.3123  -5.793  9.4994
Si  21.1457  -1.9301  9.4494
Si  21.1343  1.9233  9.4497
Si  21.1345  -9.6166  9.4342
Si  21.1388  -5.7739  9.4502
Si  24.9949  -1.8983  9.5217
Si  24.9931  1.9495  9.5147
Si  24.9965  -9.5886  9.5028
Si  24.9925  -5.752  9.5082
Si  -17.3075  -1.8783  9.4663
Si  -17.3063  1.9704  9.4632
Si  -17.3047  -9.5594  9.4478
Si  -17.3009  -5.7144  9.4571
Si  -13.451  -1.8524  9.5699
Si  -13.4566  2.0012  9.5572
Si  -13.4622  -9.5361  9.5548
Si  -13.449  -5.6953  9.5518
Si  -9.6315  -1.8456  9.546
Si  -9.642  2.0035  9.5422
Si  -9.6404  -9.5361  9.5303
Si  -9.6418  -5.6927  9.5476
Si  -5.7977  -1.8656  9.6344
Si  -5.8038  1.9851  9.625
Si  -5.7941  -9.5564  9.6234
Si  -5.8  -5.7145  9.6198
Si  -1.915  -1.9211  9.5723
Si  -1.9254  1.9252  9.5665
Si  -1.9129  -9.6081  9.5628
Si  -1.9182  -5.7577  9.5619
Si  1.9426  -0.0451  10.963
Si  1.9439  3.7966  10.9695
Si  1.948  7.6559  10.9495
Si  1.9529  -3.8901  10.9748
Si  5.7648  -0.0699  10.879
Si  5.7613  3.7765  10.8799
Si  5.7688  7.6144  10.8706
Si  5.7727  -3.9137  10.8888
Si  9.6013  -0.0736  10.8703
Si  9.6129  3.7766  10.8668
Si  9.6112  7.621  10.8574
Si  9.6001  -3.9216  10.8654
Si  13.4679  -0.0617  10.8057
Si  13.4743  3.7966  10.8011
Si  13.4815  7.6432  10.7917
Si  13.4708  -3.8926  10.8216
Si  17.3143  -0.0355  10.8629
Si  17.3062  3.819  10.8619
Si  17.3178  -7.7088  10.854
Si  17.3204  -3.881  10.8732
Si  21.132  -0.0054  10.8184
Si  21.1256  3.8521  10.8107
Si  21.1363  -7.7018  10.8129
Si  21.1414  -3.8473  10.8271
Si  24.9838  0.0264  10.8719
Si  24.9866  3.8751  10.8568
Si  24.9847  -7.669  10.8574
Si  24.9766  -3.8281  10.8604
Si  -17.3095  0.0407  10.8346
Si  -17.3002  3.9023  10.8189
Si  -17.2998  -7.6387  10.8192
Si  -17.3044  -3.797  10.8436
Si  -13.4494  0.0727  10.9186
Si  -13.4556  3.9211  10.9101
Si  -13.4432  -7.6122  10.9068
Si  -13.4471  -3.7807  10.9223
Si  -9.6427  0.0764  10.9147
Si  -9.6482  3.9287  10.9001
Si  -9.6371  -7.6225  10.9061
Si  -9.6338  -3.7649  10.9193
Si  -5.8011  0.0605  10.9808
Si  -5.7905  3.9058  10.9712
Si  -5.7892  -7.6302  10.9687
Si  -5.7986  -3.7943  10.9717
Si  -1.9162  0.0027  10.9289
Si  -1.9041  3.8512  10.9162
Si  -1.9048  -7.6783  10.9136
Si  -1.9154  -3.8396  10.9369
Si  0.0067  -0.0247  12.296
Si  0.0078  3.8063  12.2986
Si  0.0165  7.707  12.2785
Si  0.0138  -3.8684  12.3034
Si  3.8735  -0.0603  12.3017
Si  3.873  3.7763  12.3099
Si  3.8759  7.6176  12.2863
Si  3.8874  -3.8875  12.3161
Si  7.6767  -0.0621  12.2385
Si  7.6832  3.777  12.2213
Si  7.6878  7.6077  12.2202
Si  7.6897  -3.9255  12.2467
Si  11.5518  -0.0653  12.1739
Si  11.5628  3.7764  12.1737
Si  11.5659  7.6353  12.1494
Si  11.5386  -3.9044  12.1772
Si  15.3789  -0.0681  12.1945
Si  15.3756  3.799  12.2031
Si  15.3886  7.6778  12.1857
Si  15.3889  -3.8894  12.2126
Si  19.2345  -0.0268  12.2285
Si  19.2301  3.8333  12.22
Si  19.2395  -7.7199  12.2153
Si  19.247  -3.8487  12.2384
Si  23.0355  0.0213  12.2044
Si  23.0373  3.8693  12.1851
Si  23.0433  -7.6823  12.1941
Si  23.0466  -3.8399  12.2172
Si  26.9267  0.0287  12.1982
Si  26.9337  3.8868  12.1732
Si  26.9312  -7.6464  12.169
Si  26.9106  -3.8172  12.1865
Si  -15.3974  0.0409  12.228
Si  -15.3972  3.9081  12.2252
Si  -15.3874  -7.6228  12.2107
Si  -15.3883  -3.7944  12.2427
Si  -11.5441  0.0632  12.3129
Si  -11.5469  3.9129  12.2974
Si  -11.5368  -7.6284  12.2965
Si  -11.5352  -3.7557  12.3136
Si  -7.7463  0.0818  12.3139
Si  -7.744  3.9232  12.2824
Si  -7.7329  -7.6183  12.2941
Si  -7.7294  -3.7759  12.3135
Si  -3.8397  0.0346  12.2877
Si  -3.8228  3.8924  12.2695
Si  -3.826  -7.6399  12.2673
Si  -3.8504  -3.8149  12.2877
O  -3.7415  -0.2462  0.1443
O  11.637  3.8079  -0.1969
O  2.0808  0.0802  -0.062
O  -0.5128  -0.0329  0.0472
O  1.7064  3.4901  -0.2082
O  -0.2284  -7.6715  0.093
O  1.9743  -8.3286  -1.0551
O  -0.0261  -3.7755  0.2521
O  2.1117  -4.0885  -1.2031
O  7.3287  -0.2962  -0.015
O  9.8516  -0.4499  -0.6662
O  9.2808  2.7477  -0.7916
O  7.2709  -7.9753  -0.2656
O  -4.9175  -8.1549  -1.07
O  7.1513  -3.8552  -0.0315
O  9.3851  -4.5015  -1.1771
O  1.3127  2.006  21.3619
O  -0.8271  -2.3659  20.3431
O  5.3101  2.0785  19.8107
O  2.5696  -1.7002  25.2671
O  5.1782  -6.1948  19.8885
O  12.151  -5.7135  20.2295
O  6.3675  -4.1476  21.0053
O  11.2739  -1.8288  20.4913
O  8.4885  -0.0569  21.5813
O  -3.8944  -0.51  -2.5229
O  -4.0859  1.8116  -1.458
O  -2.4086  -9.242  -3.5191
O  -2.5376  -7.3357  -1.7308
O  -0.5335  -4.5819  -5.4771
O  -4.1982  -5.6281  -0.7513
O  -5.4362  -3.382  -0.4813
O  -1.6873  -1.7514  -3.0952
O  11.9451  -1.7616  -4.4522
O  -0.6992  2.7294  -1.2262
O  5.5031  1.39  24.3816
O  -0.1903  -8.0887  -2.5353
O  -0.0379  5.2855  -0.9732
O  0.8005  -1.8157  -1.3622
O  4.2147  0.3126  -1.6362
O  4.9335  4.3105  26.3554
O  3.7426  3.3515  -1.7934
O  4.4092  -8.7495  -1.8827
O  3.5859  -1.9735  -0.7047
O  4.6378  -3.9482  -1.9415
O  7  2.0186  -4.0815
O  8.0238  0.32  -2.4366
O  6.9132  3.4279  -1.8191
O  3.276  -7.0311  -3.5977
O  8.1706  -8.5329  -2.773
O  8.214  -2.1673  -1.7194
O  5.5851  -8.2043  -4.1275
O  -1.2671  1.9578  22.1279
O  13.5182  -7.9119  20.7726
O  14.1838  5.0886  21.5347
O  0.9893  -3.9336  23.6339
O  13.9058  -5.7517  22.1213
O  -0.0633  -0.1641  21.3915
O  -0.8029  -2.0683  23.0574
O  3.7124  1.5694  22.3583
O  0.0377  2.8462  -3.6684
O  1.407  5.1935  21.8303
O  1.8921  -7.739  20.9317
O  20.1811  -8.2717  23.0055
O  2.5915  -0.3077  21.003
O  5.0565  -3.0674  25.6272
O  6.0509  2.7399  22.2355
O  6.7669  -9.1386  23.3477
O  6.3346  -1.5643  21.6595
O  9.1021  1.9581  23.0011
O  3.1016  -0.882  -3.7799
O  9.9596  5.5194  21.8948
O  9.1836  -9.1331  24.3095
O  11.1403  -2.4131  23.0404
O  9.6751  -5.8493  19.4966
O  11.76  -1.8991  -7.034
O  0.1381  -9.0948  23.8484
O  15.5543  3.7703  23.3229
O  5.4427  -6.3869  -2.2337
O  14.1763  -4.276  24.1794
O  -2.4882  -4.219  -3.8128
O  3.9793  1.6334  -3.8128
O  6.1095  -0.248  26.3371
O  -2.8648  -0.3666  -4.9673
O  -2.5131  2.0749  -5.8604
O  -1.7093  4.513  -6.5028
O  5.3539  -4.8085  -4.3473
O  7.1451  5.6884  25.9033
O  9.0093  1.8289  25.5458
O  0.2846  -9.237  -6.7512
O  2.2002  -7.4239  23.9495
O  2.5199  -0.5932  -6.3647
O  11.7286  -9.5765  23.9022
O  12.9549  3.4498  23.6933
O  11.9588  -5.6724  24.004
O  9.9492  -4.7534  22.6029
O  9.535  -3.4278  24.845
O  3.8913  -6.1514  -6.0262
O  7.4168  -4.5876  25.8779
O  14.1951  -2.165  -5.881
O  4.0343  -2.5436  -5.5077
O  10.0793  -9.659  -4.2238
O  8.5546  -2.4761  22.6047
O  7.2769  -0.5409  23.9365
O  -1.7398  0.9482  -2.9834
O  14.7665  1.632  24.537
O  8.6393  5.2266  -0.8006
O  16.3428  -7.9339  25.7339
O  9.3982  -6.0388  24.7723
O  5.5101  -4.1954  -6.8895
O  -1.5898  -6.7178  -4.148
O  1.3727  -2.5708  -5.0996
O  15.5893  -3.9238  -4.5611
O  7.9935  -0.2703  -4.9673
O  7.8105  4.4975  -4.0142
O  0.7533  -7.8889  26.1227
O  16.5747  -6.8176  23.3933
O  15.1816  -0.1925  26.3329
O  7.91  3.9387  24.1812
O  5.7242  -0.2916  -3.6884
O  13.0052  0.1187  -5.9684
O  -3.6942  4.2348  -4.889
O  0.0715  -2.3781  25.5596
O  10.4874  -7.4458  22.7916
O  4.7423  -1.0606  24.1294
O  5.2244  3.9289  -3.8305
O  0.6963  0.707  -2.1894
O  15.4335  -4.4112  -1.9084
O  -4.9697  -9.0919  -3.9101
O  10.4833  3.6422  24.4487
O  1.5507  1.4553  -5.1991
O  2.5188  3.7255  -4.1322
O  -19.0063  3.8163  -0.2056
O  11.5903  -3.6183  -0.0001
O  17.4131  -0.0271  -0.2963
O  17.0651  3.2056  -0.5388
O  15.016  -7.7352  -0.1746
O  17.07  -7.9786  -1.7521
O  17.3768  -3.7708  -0.2623
O  22.8265  0.0788  0.022
O  -20.8558  -0.6401  -0.5774
O  24.7398  2.8659  -0.7053
O  22.6292  -7.8715  -0.2723
O  9.7869  -7.7805  -0.8081
O  24.4733  -4.4644  -1.2832
O  16.6068  2.1777  21.0267
O  14.7832  -2.3698  20.3383
O  17.2043  -1.9984  19.3339
O  17.282  -5.161  21.5307
O  20.7515  -0.0573  21.9259
O  19.5494  -1.9494  20.4738
O  20.2233  -5.8964  20.4057
O  22.8034  -5.9461  20.4915
O  22.541  -1.8826  20.2401
O  24.9706  -1.8415  19.2719
O  -18.5555  -5.5475  20.2253
O  21.53  -3.8906  21.5212
O  -18.7684  -1.787  20.1227
O  12.1351  -1.0195  -1.8921
O  11.4822  1.4738  -1.4433
O  12.6829  5.3706  -3.5445
O  12.2078  -8.3939  -1.6353
O  14.5086  -6.6616  -5.5936
O  11.5701  -5.8915  -1.299
O  11.3484  -3.4892  -2.5662
O  13.8301  -2.7086  -2.9656
O  -18.8188  -1.5808  -4.186
O  14.6666  2.8634  -1.6981
O  20.5329  2.5108  24.4624
O  14.5902  -8.2466  -2.7497
O  15.5528  5.2818  -1.2625
O  15.7073  -1.9106  -1.0704
O  19.6774  0.5947  -1.5609
O  14.088  1.4718  -4.0068
O  19.3268  3.629  -1.847
O  18.2132  5.5096  -0.393
O  19.5374  -8.7526  -2.3625
O  19.185  -1.8877  -0.9123
O  19.3578  -4.2633  -1.907
O  22.5211  3.7323  -1.8744
O  23.6931  0.3352  -2.374
O  18.6586  -7.4529  -4.4358
O  23.7863  -8.3959  -2.6475
O  22.0857  -6.0235  -5.5733
O  23.2642  -2.1125  -1.3722
O  21.9679  -4.3479  -1.9032
O  21.16  -8.2751  -4.475
O  14.1312  1.9616  22.0169
O  -17.3485  -7.7989  20.8352
O  -16.56  5.235  21.6035
O  18.9733  -5.8581  23.4605
O  -16.736  -5.6717  22.158
O  15.484  -0.1402  21.3598
O  15.4601  -2.2986  22.9501
O  18.7596  2.4208  22.4413
O  20.5072  -6.918  25.2719
O  16.8688  5.3208  21.6373
O  17.2295  -7.6827  20.677
O  -10.5279  -8.1855  22.8951
O  18.2306  0.1234  21.3406
O  18.9631  -1.7553  23.0445
O  21.3312  2.6159  21.9171
O  22.3419  -1.797  22.8871
O  23.4293  0.3604  21.8221
O  -21.119  1.3808  23.531
O  18.8324  -0.6344  -3.7029
O  21.7677  -1.4184  -6.1857
O  24.4917  -9.4921  24.4405
O  -19.567  -2.6839  22.492
O  -21.0495  -5.7149  19.4281
O  -20.0849  -0.2174  21.7931
O  -19.1342  -1.8238  -6.7462
O  15.3213  -9.0746  23.5917
O  -14.9877  3.8806  23.2178
O  20.5329  -6.4124  -2.7731
O  19.794  -2.3722  25.4411
O  -16.5187  -4.091  24.1785
O  13.5583  -5.2333  -3.626
O  19.3786  1.9243  -3.8111
O  16.4326  -2.9908  -6.9807
O  19.9768  4.6119  23.0635
O  13.6372  2.5595  -6.398
O  13.581  5.0424  -6.8072
O  20.6726  -4.2705  -4.2254
O  21.9801  5.276  25.3439
O  15.5476  -8.625  -6.9972
O  21.4772  -6.1149  22.8025
O  18.1212  0.1085  -6.1381
O  -17.5093  3.6559  23.8212
O  -18.5694  -5.8537  24.0927
O  -20.5072  -5.1472  22.5464
O  17.4435  -1.1096  25.1829
O  24.9426  -3.4103  24.3818
O  19.5125  -5.7376  -6.1658
O  19.0186  -8.1912  -6.9702
O  -16.6704  -1.9475  -5.7287
O  19.2246  -2.2002  -5.7734
O  23.5614  3.4406  24.3081
O  -20.4503  -9.5576  -4.0948
O  24.1265  -3.2822  21.7846
O  22.1433  0.4716  24.1661
O  -14.3853  2.9178  -3.8168
O  -15.7872  1.785  24.6241
O  24.1754  5.383  -0.6235
O  -16.2209  -6.6517  24.6271
O  -5.4425  -5.6517  25.1715
O  21.0749  -3.8129  -6.7766
O  12.4789  -7.514  -4.1448
O  16.7197  -1.6491  -4.8235
O  3.5475  -3.4381  23.5148
O  15.6177  0.5053  -2.1141
O  -15.4189  -3.9423  -4.7099
O  23.6296  -0.1678  -4.8665
O  -21.0098  -5.9283  25.0227
O  23.3568  4.8156  -4.1471
O  11.6124  3.8633  -5.2979
O  -13.9572  -7.0453  23.4097
O  15.5161  -2.7002  25.6259
O  24.3606  -1.9876  -6.6521
O  -11.5726  -6.3651  -4.6349
O  21.3423  0.1634  -3.5655
O  -17.8819  0.2946  -5.8311
O  12.1159  -5.5701  -5.8494
O  -20.3412  -7.6334  23.0869
O  19.5687  0.1504  24.6813
O  20.8972  4.0335  -3.9107
O  -17.2237  -5.3238  -3.5441
O  10.8401  3.6728  -2.7392
O  -19.9991  3.4681  24.485
O  17.4941  2.6478  -6.0397
O  18.2619  4.3076  -4.2004
O  -3.5419  3.9184  0.0852
O  -17.2202  -3.7435  0.8766
O  -19.7912  -3.5449  0.2496
O  -13.0264  0.2726  -0.5827
O  -15.5731  -0.0238  -0.0861
O  -13.5168  3.5263  -0.4819
O  -15.5687  -7.6273  -0.1013
O  -13.7194  -7.8595  -1.9438
O  -14.5669  -3.7172  0.3115
O  -12.5855  -3.8567  -1.4204
O  -12.0179  -7.2325  -0.0004
O  -9.5729  -7.555  0.8647
O  -7.4849  0.4031  0.2148
O  -5.9755  3.2828  -0.7093
O  -7.1355  -7.2676  0.0169
O  -20.9967  -7.5872  -0.5119
O  -11.7363  -1.4426  23.2326
O  -14.1916  2.2525  20.8291
O  -16.0244  -2.2807  20.3631
O  -13.6261  -1.8718  19.3652
O  -9.9286  -0.0933  21.8946
O  -11.3334  -1.9221  20.5981
O  -10.5015  -5.7245  20.3826
O  -7.9335  -5.9146  20.4703
O  -7.6437  -1.7622  20.3711
O  -3.1096  -5.5888  20.1805
O  -9.0963  -3.7207  21.3665
O  -14.0013  -4.3866  23.3846
O  -18.4682  -1.0244  -1.6234
O  -19.3406  1.4335  -1.3513
O  -17.9632  5.3774  -3.3043
O  -18.7076  -8.194  -1.6555
O  -16.1749  -6.7231  -5.5045
O  -19.334  -5.6921  -1.1747
O  -19.5554  -3.3324  -2.3682
O  -16.9867  -2.8223  -2.8102
O  -5.4225  5.51  22.0725
O  -15.8261  2.8586  -1.6641
O  -10.5773  2.3141  24.3911
O  -13.2672  2.4627  -6.1398
O  -15.173  5.403  -1.257
O  -15.0476  -4.3838  -2.161
O  -10.6297  0.7264  -1.7397
O  -15.2215  0.698  -6.0758
O  -11.4011  3.604  -2.0307
O  -12.1313  -9.6298  -0.8575
O  -11.1237  -7.7902  -2.4721
O  -11.2992  -1.6392  -0.9047
O  -10.0098  -3.4924  -2.0566
O  -7.8126  2.4394  -4.1481
O  -7.3489  0.5798  -2.3843
O  -8.2826  3.7314  -1.8836
O  -20.7679  5.4123  22.0051
O  -7.0202  -8.0474  -2.6155
O  -6.9352  -8.0389  -5.2412
O  -7.3024  -1.7866  -1.1828
O  -7.5932  -4.3825  -1.7088
O  -9.442  -7.8546  -4.5681
O  -16.5425  2.0591  22.119
O  -1.7726  -7.7381  20.9682
O  -1.2687  5.246  21.796
O  -8.2254  -3.7418  -4.1424
O  -1.4971  -5.447  22.1833
O  -15.3143  -0.0275  21.2906
O  -15.2426  -2.1293  22.8913
O  -12.1743  2.6593  22.3297
O  -8.2569  -5.7719  -5.7368
O  -13.9257  -9.5688  21.7465
O  7.7817  -8.7114  -5.3946
O  -12.4934  0.2644  21.3769
O  2.395  -5.2908  21.8487
O  -9.5697  2.656  21.9445
O  -4.7973  3.2695  25.3715
O  -8.1821  -1.7631  22.9062
O  -7.3966  0.65  22.111
O  -5.4895  1.1449  23.9099
O  -11.8858  -0.5609  -3.5901
O  -0.4102  -3.9006  -2.2859
O  -6.3969  -9.627  24.5715
O  6.4668  -6.5356  -6.0286
O  -5.6152  -5.7195  19.4616
O  -5.1266  -0.5575  21.8846
O  -15.5327  -0.2054  26.295
O  -1.1246  1.4598  24.7372
O  -15.5468  -9.0505  23.7967
O  -0.1304  3.7384  23.6097
O  -9.4888  -5.8041  -3.0029
O  -10.9135  -2.1303  25.5879
O  -13.6651  -6.5189  -6.2452
O  -1.4559  -4.2048  24.4697
O  -19.0451  -9.6051  24.074
O  -11.2284  1.9731  -4.0064
O  -14.531  -2.8292  -6.9503
O  -10.8066  4.6624  23.1834
O  -16.929  2.6404  -6.3685
O  -17.0675  5.137  -6.7911
O  -8.8092  4.8336  25.3915
O  -6.7847  1.6538  26.015
O  -15.1386  -8.4903  -7.1366
O  -12.6778  -0.151  -5.9956
O  -17.552  -1.0556  22.2348
O  -2.7665  3.2178  23.7247
O  -6.7949  0.1186  -4.8984
O  -2.9525  -6.3418  24.2926
O  -4.7256  -5.2832  22.6912
O  -13.0972  -0.5944  25.3636
O  -5.252  2.0933  21.5995
O  -5.3217  -3.2229  24.2261
O  -11.7325  -4.8108  -6.7044
O  -11.3586  -7.4555  -7.069
O  -6.8683  -3.7586  -6.5981
O  -11.7607  -2.6418  -5.0995
O  -7.0932  3.3226  24.0232
O  -4.102  4.3442  -2.3612
O  -6.5482  -3.5954  21.9101
O  -8.8203  0.3572  24.2881
O  -16.6189  1.6102  -3.9605
O  -6.9614  5.6469  -0.6529
O  -14.6143  4.6931  -5.8216
O  -5.0456  -7.7004  23.4945
O  -18.2815  -7.5706  -4.2016
O  -14.1718  -1.6925  -4.6004
O  -9.4999  -3.4972  -6.365
O  -14.33  -1.8574  -1.5443
O  1.9445  -4.9997  -4.697
O  23.6568  -8.1959  -5.2429
O  -18.5474  -5.5757  -5.8808
O  -7.2621  5.0295  -3.9587
O  -14.2781  -7.9401  25.8382
O  -0.3097  -6.5623  24.1939
O  -14.7079  -2.6486  25.3853
O  -5.4784  -1.6358  -6.3954
O  3.5323  -9.4766  24.7564
O  -2.398  4.191  26.1059
O  2.366  3.9667  26.0269
O  -18.9434  3.9457  -5.2069
O  -3.8463  5.494  24.275
O  -2.9227  -3.3571  -1.4134
O  -9.7619  4.1985  -3.9935
O  1.6057  -7.3703  -5.6318
O  12.4402  4.2488  26.0773
O  1.9504  -2.754  21.5347
O  -19.8578  3.6338  -2.7174
O  -3.0218  -5.6119  -5.9172
O  4.4402  -8.1438  22.6185
O  -12.3313  4.3064  -4.4873
O  22.4585  5.5211  22.8914
O  13.2347  -1.1942  22.138
O  -8.7516  -7.8744  -7.1258
O  4.1134  3.5346  23.9794
O  21.6749  -8.1159  -7.0552
O  5.2493  -8.8192  -6.5744
O  -10.2961  -6.7752  25.0973
O  7.1742  -4.4092  -2.5705
O  4.644  -7.1421  25.0076
O  15.5655  0.8365  -6.1622
O  -4.0077  -2.9118  21.9366
O  9.0904  -1.8887  -6.6564
O  -2.5676  -0.8019  21.5098
O  -16.2469  -8.079  -2.6269
O  10.9928  0.127  22.3017
O  -18.1798  4.3235  26.2026
O  19.1143  -7.4844  -0.0546
O  14.2123  -6.8955  24.5139
O  0.7528  3.7224  -6.08
O  -14.7437  0.592  -2.5048
O  17.0184  -6.573  -6.3426
O  16.3304  2.6751  -3.6815
O  16.8659  -4.2641  23.9731
O  -4.7168  0.7956  -6.4539
O  22.8856  2.2445  -4.0177
O  -9.3241  0.2179  -4.0312
O  -8.3506  5.5001  22.9559
O  6.4408  -1.7842  -6.488
O  -11.7652  -5.7794  23.1296
O  -9.2351  -5.9505  22.7429
O  15.9078  4.6112  -5.5595
O  6.6622  -6.8977  21.8216
O  0.4823  0.0733  26.1917

Results
total energy: -294865.236 eV
total energy less fixed offsets of O -438.25, Si -107.07 eV per atom: -4.896 eV

Forces (eV/angstrom), in the order of the atoms: element, x, y, z
Si  -0.7319  -0.1008  0.2627
Si  0.0535  0.0235  0.0606
Si  0.2086  -0.1512  0.6681
Si  0.0142  0.0133  0.041
Si  -0.1553  0.0418  0.7325
Si  -0.2946  -0.0518  0.5857
Si  -0.1132  0.0246  0.2185
Si  -0.0461  -0.0004  0.157
Si  0.3782  0.1774  0.6589
Si  0.3547  0.3449  0.4836
Si  0.149  -0.2763  0.6801
Si  0.1306  -0.3759  0.7108
Si  -0.1085  -0.0114  0.1287
Si  -0.3585  -0.0661  0.4754
Si  -0.1239  -0.0379  0.0543
Si  -0.0157  0.0954  0.1936
Si  -0.1975  0.0323  0.171
Si  -0.019  -0.0144  0.048
Si  -0.2227  -0.0469  0.6727
Si  -0.3114  -0.0212  0.7134
Si  -0.0042  0.0049  0.0222
Si  0.0088  -0.0171  0.0221
Si  0.0437  0.0862  -0.0392
Si  0.0208  -0.0063  -0.0209
Si  -0.1787  0.0529  0.6773
Si  -0.0089  0.0236  0.0476
Si  -0.0154  0.0109  -0.113
Si  -0.2085  -0.0483  0.7584
Si  0.0395  0.0115  0.0176
Si  0.2077  -0.0177  0.5698
Si  0.0273  0.0154  0.0246
Si  0.0733  0.0264  0.0074
Si  0.0526  -0.0463  -0.0618
Si  0.0434  0.0116  -0.0933
Si  0.0095  0.0184  -0.1205
Si  0.0262  0.0048  -0.1095
Si  -0.0073  -0.0189  -0.0094
Si  -0.0633  -0.0136  -0.045
Si  -0.0299  -0.0201  -0.0427
Si  0.0569  -0.0157  0.0389
Si  -0.0536  -0.0167  -0.1034
Si  0.0015  -0.0141  -0.1043
Si  -0.1921  -0.0076  0.6449
Si  0.0179  -0.0087  -0.0771
Si  -0.0174  0.0112  -0.0902
Si  -0.0362  0.0094  -0.0697
Si  -0.0079  0.0199  -0.0745
Si  -0.029  -0.0118  -0.0629
Si  0.01  -0.0021  -0.0421
Si  -0.0107  -0.0012  -0.0581
Si  -0.0337  0.0045  -0.0454
Si  -0.0129  0.0002  -0.0347
Si  -0.0098  0.0334  0.0405
Si  0.0007  0.017  0.0209
Si  -0.0062  0.0111  0.0142
Si  -0.022  -0.0001  0.0363
Si  -0.0257  -0.0287  -0.0503
Si  0.0248  -0.0106  -0.0455
Si  -0.0351  -0.0035  -0.0118
Si  -0.0379  0.002  -0.0642
Si  0.0161  0.0036  0.0254
Si  -0.0097  0.0029  0.0487
Si  -0.0182  0.0132  0.0206
Si  0.0001  0.0075  0.0318
Si  -0.0025  0.009  0.0576
Si  0.0137  -0.0369  0.0204
Si  0.0192  -0.0018  0.0362
Si  0.0152  0.0184  0.0319
Si  0.0056  -0.0077  -0.0151
Si  -0.0009  -0.019  -0.0199
Si  -0.0067  0.0017  -0.0113
Si  -0.0009  0.016  -0.0202
Si  -0.0069  -0.034  0.0267
Si  0.018  0.021  -0.0084
Si  0.008  0.019  0.0005
Si  0.0121  0.0223  -0.0005
Si  -0.0267  -0.0123  -0.0173
Si  -0.0027  0.0064  -0.0089
Si  0.0035  -0.0036  -0.0198
Si  0.0032  0.002  -0.0023
Si  0.0215  0.0092  0.0264
Si  0.0491  0.0024  0.0226
Si  0.0231  -0.0123  0.0172
Si  0.0224  -0.0022  0.0091
Si  -0.0252  -0.0049  0.0309
Si  -0.0439  0.0103  0.0287
Si  -0.0335  0.0049  0.0349
Si  -0.0241  0.0053  0.0295
Si  0.008  -0.0185  0.0148
Si  0.0298  0.0011  0.0221
Si  0.0107  -0.0115  0.0274
Si  0.0024  0.0162  0.0193
Si  -0.0209  0.0005  0.0289
Si  -0.0227  0.0107  0.0297
Si  -0.0238  -0.0113  0.0272
Si  -0.0249  -0.0068  0.0266
Si  0.0023  0.0096  -0.0005
Si  0.0014  -0.0095  -0.0174
Si  -0.0182  -0.0051  0.001
Si  -0.0178  0.007  -0.0214
Si  0.0273  0.0058  -0.0268
Si  0.0096  0.0098  0.0014
Si  0.0026  -0.0043  -0.0045
Si  0.0274  -0.0038  0.0075
Si  -0.0207  -0.0002  -0.0211
Si  -0.0112  0.0188  -0.0217
Si  -0.0295  -0.0104  -0.0164
Si  -0.0101  -0.0026  -0.0142
Si  0.0092  -0.0073  -0.0259
Si  0.0029  -0.0161  -0.0268
Si  0.0136  0.0157  -0.02
Si  0.0068  -0.0026  -0.0326
Si  -0.0147  -0.0042  0.0452
Si  -0.0145  0.0335  0.0279
Si  0.0276  -0.0026  -0.0097
Si  -0.0179  -0.0333  -0.011
Si  -0.0043  -0.0108  0.0237
Si  -0.0229  0.0046  0.0083
Si  -0.0007  0.0021  -0.0199
Si  -0.012  -0.0301  0.0414
Si  -0.0088  0.0279  0.0078
Si  -0.0017  -0.0072  0.0411
Si  0.0015  0.0003  0.0141
Si  -0.0029  0.0182  0.0344
Si  -0.0129  0.0021  0.0024
Si  -0.0189  -0.0115  0.0203
Si  0.0145  -0.0012  0.0135
Si  -0.0335  -0.0013  0.0427
Si  -0.0361  0.0189  -0.0216
Si  -0.0043  -0.0372  -0.0647
Si  0.0132  0.0261  -0.0112
Si  -0.0135  -0.0008  -0.0211
Si  0.0026  0.0384  -0.0145
Si  -0.0162  0.0025  -0.0449
Si  -0.0166  0.0151  -0.0237
Si  0.0032  0.016  -0.0292
Si  0.056  -0.0338  -0.0322
Si  0.0227  -0.0492  -0.0115
Si  0.0199  0.0052  -0.0378
Si  0.0193  -0.0158  -0.0455
Si  -0.0146  0.0111  -0.052
Si  0.0008  -0.0095  0.0072
Si  0.0161  0.0056  -0.0491
Si  -0.0241  0.0481  -0.048
Si  -0.0001  0.0396  0.0394
Si  -0.0224  -0.0578  0.0594
Si  0.0418  0.0278  -0.0053
Si  -0.0235  -0.0403  0.0029
Si  0.0005  0.0369  -0.0459
Si  -0.668  -0.1796  -0.2298
Si  -0.0883  0.226  -0.7014
Si  0.0117  -0.0546  0.0072
Si  -0.0161  -0.0194  0.0163
Si  0.02  0.0002  0.1108
Si  -0.0467  0.0107  0.009
Si  -0.0014  -0.0456  0.0097
Si  -0.0173  -0.0474  0.015
Si  -0.0278  -0.0125  -0.0547
Si  0.2849  -0.0477  -0.797
Si  -0.016  -0.0041  0.0973
Si  -0.0513  0.0515  -0.0254
Si  0.0002  0.0039  -0.0035
Si  0.0131  -0.0343  0.0802
Si  0.3377  0.16  -0.3277
Si  -0.0089  -0.0087  0.0138
Si  -0.0454  0.0028  0.0656
Si  -0.039  -0.0068  0.0231
Si  0.1252  -0.0035  -0.0322
Si  0.0161  -0.0716  -0.1053
Si  -0.0219  0.0158  -0.0326
Si  -0.6179  0.068  -0.1486
Si  0.0825  0.0716  0.0099
Si  -0.0336  0.0812  0.0804
Si  -0.0472  -0.0418  -0.0054
Si  0.0481  0.0573  0.0612
Si  -0.0707  -0.0362  -0.2453
Si  -0.0654  -0.116  0.0118
Si  -0.0638  -0.2574  -0.6656
Si  0.6136  0.0464  -0.2191
Si  -0.1902  0.2259  -0.561
Si  0.1544  0.3128  -0.5833
Si  0.1547  -0.2602  -0.678
Si  -0.5313  0.1348  -0.3045
Si  0.0411  -0.1466  -0.736
Si  0.5672  0.5796  -0.2909
Si  0.0277  -0.0106  0.0072
Si  -0.0067  -0.0439  -0.0991
Si  -0.044  0.0544  0.0622
Si  0.0338  -0.0196  0.0477
Si  -0.0646  -0.2825  -0.5908
Si  0.381  0.1713  -0.5303
Si  -0.2962  -0.0094  -0.6863
Si  -0.0749  0.0165  -0.0094
Si  0.0454  -0.022  -0.0623
Si  0.062  0.0603  -0.1792
Si  0.0708  0.1  -0.137
Si  -0.0003  -0.009  -0.1439
Si  0.0144  -0.0227  -0.2346
Si  -0.1226  -0.1246  0.1048
Si  0.0396  -0.0641  -0.1412
Si  0.1343  -0.3342  -0.5355
Si  -0.0411  -0.1567  -0.0556
Si  0.0262  0.0266  -0.0749
Si  -0.0118  0.1634  0.0647
Si  0.0215  -0.0738  -0.1392
Si  -0.0159  -0.0721  -0.057
Si  0.1822  0.2854  -0.4648
Si  0.1174  -0.0353  0.0425
Si  -0.0779  0.0153  0.0299
Si  0.2871  0.0232  0.5937
Si  0.0379  0.0483  0.0069
Si  -0.0167  -0.071  -0.0646
Si  -0.0561  0.0299  0.0333
Si  -0.0479  -0.1521  -0.2409
Si  0.0957  -0.0853  0.0613
Si  0.1485  0.0895  -0.2521
Si  0.0347  0.1344  0.0384
Si  0.0673  -0.0283  0.1576
Si  0.1587  0.0471  0.0522
Si  0.0116  -0.0687  -0.0207
Si  0.0403  0.0964  0.0316
Si  -0.1057  0.0523  -0.0609
Si  -0.0448  -0.0484  0.0519
Si  -0.0658  -0.0182  -0.149
Si  -0.0037  0.0727  -0.7139
Si  0.0529  0.005  0.0102
Si  0.057  0.1359  -0.0078
Si  0.0296  -0.0395  -0.0228
Si  0.0351  0.0247  0.1176
Si  0.0253  0.0472  -0.0051
Si  -0.004  0.0459  -0.0633
Si  -0.0302  -0.0035  0.1249
Si  -0.1727  -0.049  0.0406
Si  0.0097  0.0538  0.1194
Si  -0.0383  0.0059  -0.0014
Si  -0.0102  -0.0005  0.0785
Si  -0.0022  0.0374  0.0916
Si  0.0255  -0.0346  0.0425
Si  -0.0188  -0.0326  0.0338
Si  -0.1718  0.0017  0.1218
Si  0.2212  -0.0416  0.577
Si  0.0238  0.0657  0.1468
Si  0.1344  0.0087  0.6536
Si  0.2817  -0.1515  0.5913
Si  0.0187  -0.0152  0.0049
Si  -0.2653  -0.0202  0.6299
Si  -0.0058  0.0447  0.1483
Si  -0.3384  -0.0818  0.5972
Si  0.2852  0.062  0.5917
Si  0.282  -0.2769  0.4168
Si  0.0423  0.1126  0.0509
Si  0.3374  -0.1547  0.5841
Si  -0.1028  -0.0365  0.0588
Si  -0.365  -0.1057  0.4429
Si  -0.1106  -0.0892  0.0018
Si  -0.1682  0.0626  0.6915
Si  -0.4269  0.1751  0.5818
Si  -0.0533  -0.0472  0.0418
Si  -0.1814  0.0077  0.6375
Si  -0.0113  -0.0011  0.008
Si  -0.0282  0.0132  -0.0108
Si  0.025  -0.0052  0.0538
Si  0.2987  -0.0699  0.5292
Si  0.0154  0.0464  0.0263
Si  -0.1911  -0.0896  0.6302
Si  -0.0463  0.0317  0.0653
Si  0.0414  -0.0374  -0.0866
Si  -0.0047  0.0338  -0.0215
Si  0.0493  0.0163  0.0104
Si  0.1722  0.0065  0.5822
Si  0.0485  -0.0149  0.045
Si  -0.0612  0.0237  -0.0081
Si  0.0527  0.0334  -0.0521
Si  0.0316  0.0117  -0.0887
Si  0.0258  0.0148  -0.0811
Si  0.0148  -0.0228  -0.0505
Si  -0.0203  -0.0053  -0.0458
Si  -0.0066  -0.0303  -0.0558
Si  -0.0335  -0.0354  -0.049
Si  0.0331  -0.0001  0.0229
Si  -0.0388  0.0046  -0.0818
Si  0.0013  -0.009  -0.0903
Si  -0.1612  0.0337  0.6117
Si  0.0331  0.0199  -0.067
Si  -0.0159  0.0231  -0.0677
Si  -0.0165  0.0055  -0.0673
Si  -0.0163  0.0421  -0.0549
Si  -0.0209  -0.0253  -0.0545
Si  0.0257  0.011  -0.0535
Si  -0.0124  0.007  -0.03
Si  0.0142  -0.0118  -0.0273
Si  0.0299  -0.0088  -0.0602
Si  0.0036  0.0001  0.0327
Si  0.0229  0.0074  0.0365
Si  -0.01  0.0059  0.0418
Si  -0.0054  0.0099  0.0325
Si  -0.0138  -0.0331  -0.0351
Si  -0.0001  0.0318  -0.0157
Si  0.0043  -0.0274  -0.0194
Si  0.0009  0.0103  -0.0572
Si  0.0132  0.0052  0.031
Si  -0.0041  -0.0085  0.0271
Si  -0.0119  0.0463  0.024
Si  -0.0307  -0.0008  0.0509
Si  -0.0115  0.0006  0.0092
Si  -0.0027  0.0113  0.0191
Si  -0.0124  0.0048  0.0196
Si  0.014  -0.0184  0.0271
Si  0.0232  0.0001  -0.0106
Si  -0.0119  0.0037  -0.0147
Si  0.0119  0.009  0.0004
Si  -0.0076  -0.0032  -0.0207
Si  -0.0017  0.0049  0.0398
Si  -0.0079  0.0166  0.0035
Si  0.0002  -0.0091  0.0297
Si  -0.0015  -0.0025  0.0029
Si  -0.0104  -0.0168  -0.0137
Si  -0.0035  0.0024  -0.0093
Si  -0.0029  0.0076  -0.0189
Si  -0.0008  -0.0199  0.0013
Si  0.0468  0.0026  0.0343
Si  0.0509  0.002  0.0245
Si  0.0248  0.0016  0.0144
Si  0.0332  0.0039  0.0182
Si  -0.0338  -0.0033  0.0156
Si  -0.048  0.0043  0.0252
Si  -0.0294  -0.0069  0.0279
Si  -0.0377  0.0061  0.0201
Si  0.0059  -0.0139  0.0135
Si  0.0447  0.014  0.0173
Si  0.0098  -0.0014  0.0302
Si  0.0279  0.0056  0.0162
Si  -0.0255  0.0065  0.029
Si  -0.0251  -0.0033  0.029
Si  -0.0326  -0.0091  0.0258
Si  -0.0375  -0.0028  0.0158
Si  0.008  0.0077  -0.0144
Si  -0.0098  0.0081  -0.0218
Si  -0.0276  0.0088  -0.0146
Si  -0.0119  0.0029  -0.029
Si  0.0038  0.011  -0.0358
Si  0.005  0.0069  -0.009
Si  0.0049  -0.003  -0.017
Si  0.0208  -0.0121  -0.0076
Si  -0.0185  0.0118  -0.0306
Si  -0.0142  0.0007  -0.0281
Si  -0.0221  -0.0104  -0.0189
Si  -0.0201  0.007  -0.0261
Si  0.0227  -0.007  -0.0231
Si  0.0167  -0.0106  -0.0286
Si  0.0177  0.0057  -0.0323
Si  0.0047  -0.0028  -0.0249
Si  -0.0146  -0.0069  0.0669
Si  -0.0122  0.036  0.0257
Si  -0.0053  0.0155  0.0122
Si  -0.0253  -0.0219  0.0127
Si  -0.0178  -0.0328  0.0052
Si  0.0021  0.0059  0.0237
Si  -0.003  -0.0058  -0.0033
Si  -0.0013  -0.0098  0.0309
Si  0.0228  -0.0137  0.0383
Si  0.0174  -0.005  0.0216
Si  0.0027  -0.0046  0.0192
Si  0.0261  0.0139  0.0001
Si  -0.0138  -0.0112  -0.0033
Si  -0.0161  0.0017  0.0075
Si  0.023  0.0221  0.0162
Si  -0.0051  -0.0154  0.0159
Si  -0.0332  0.0222  -0.0231
Si  0.013  -0.0331  -0.0301
Si  0.0129  -0.0084  -0.0211
Si  -0.0207  -0.0149  -0.0466
Si  0.0086  0.0015  -0.0125
Si  -0.0125  0.0358  -0.0269
Si  -0.0426  -0.005  -0.0167
Si  -0.0145  0.0182  -0.0316
Si  -0.0247  -0.0264  -0.052
Si  -0.0151  -0.0095  -0.0219
Si  0.0052  0.0005  -0.0131
Si  -0.0008  0.0024  -0.0266
Si  0.0208  -0.0181  -0.0601
Si  0.0076  -0.0009  -0.0182
Si  0.0202  0.0121  -0.044
Si  -0.0002  0.0083  -0.0539
Si  0.0689  -0.0056  0.0481
Si  -0.0363  -0.0673  0.0237
Si  0.0503  0.0124  -0.0154
Si  -0.0152  0.0343  0.0311
Si  -0.0527  -0.0559  0.0171
Si  0.0207  -0.0242  -0.0069
Si  0.0394  0.1521  -0.7068
Si  0.0139  0.0326  0.0446
Si  -0.0288  -0.0544  0.0518
Si  0.0322  -0.0249  0.0804
Si  -0.0094  0.05  0.0435
Si  0.0314  -0.0011  0.0372
Si  0.0139  -0.0405  -0.0089
Si  0.0015  -0.0375  -0.0286
Si  0.273  -0.132  -0.7194
Si  -0.0393  -0.0347  0.0537
Si  0.0048  0.0056  -0.0386
Si  0.0025  0.0108  -0.0037
Si  -0.0441  -0.0569  0.1306
Si  -0.298  0.1524  -0.6294
Si  0.001  0.0431  0.0085
Si  -0.0932  0.0505  0.0468
Si  -0.0089  0.0148  0.0496
Si  0.3057  0.0561  -0.7035
Si  0.1075  -0.0446  0.0221
Si  0.0083  0.0403  -0.0093
Si  -0.3468  0.0333  -0.8008
Si  -0.1997  0.0315  -0.7005
Si  0.0028  0.0177  -0.0287
Si  -0.042  -0.0239  0.0042
Si  0.0228  0.0562  0.0744
Si  -0.0143  0.0647  -0.0821
Si  -0.0196  -0.0528  -0.0879
Si  -0.0378  -0.2733  -0.6799
Si  -0.0923  -0.0608  -0.1644
Si  -0.2587  0.0619  -0.5598
Si  0.3635  0.2343  -0.5154
Si  0.1515  -0.2653  -0.6988
Si  -0.3942  0.0333  -0.3607
Si  0.0696  0.0611  -0.0338
Si  0.0632  0.1347  -0.4227
Si  -0.0056  0.0546  -0.0382
Si  -0.0466  -0.0027  0.0262
Si  0.0775  0.087  -0.0539
Si  -0.007  0.005  0.0538
Si  -0.1064  -0.2103  -0.5488
Si  0.4518  0.1534  -0.4661
Si  0.1898  0.03  -0.7312
Si  0.0331  0.0406  -0.0213
Si  -0.0185  0.0178  0.0685
Si  0.0947  0.0047  -0.0098
Si  -0.02  -0.0488  -0.1962
Si  0.1246  -0.0559  -0.0054
Si  0.0231  0.0878  -0.2673
Si  -0.0043  -0.0163  0.0408
Si  0.1673  -0.0998  -0.1962
Si  0.1629  0.056  -0.647
Si  -0.0201  -0.1677  -0.0038
Si  -0.1153  -0.0859  0.0771
Si  -0.1081  0.0663  0.1
Si  -0.0283  -0.2054  -0.0048
Si  -0.0812  0.0605  0.0778
Si  0.0749  0.5069  -0.3124
Si  0.061  -0.0438  0.0212
Si  -0.0139  0.0238  -0.0023
Si  0.0894  0.0733  0.1122
Si  0.072  0.017  0.0853
Si  0.0042  -0.0791  0.0707
Si  0.0556  -0.0755  -0.0644
Si  -0.0246  -0.0589  -0.2298
Si  -0.0001  -0.0617  0.0513
Si  -0.0344  -0.0009  0.0205
Si  -0.0215  0.0228  0.1128
Si  -0.053  0.0225  0.0694
Si  0.0248  0.0365  -0.0645
Si  0.0573  0.0434  -0.0147
Si  -0.1395  -0.1902  0.6072
Si  -0.0666  0.0814  -0.0376
Si  0.0567  -0.0097  -0.0076
Si  -0.0151  -0.0889  -0.1521
Si  0.1016  -0.046  0.0205
Si  0.1013  -0.0097  0.038
Si  -0.1902  0.2978  -0.6336
Si  0.115  -0.0065  0.089
Si  0.0249  -0.0407  0.1061
Si  0.0139  -0.0078  -0.0832
Si  -0.1994  0.0516  -0.6449
Si  0.0344  -0.074  0.105
Si  0.1015  0.0067  0.0733
Si  -0.0213  0.0559  0.1184
Si  -0.0383  -0.0851  -0.0033
Si  0.0373  0.0892  0.0482
Si  -0.1078  0.0433  0.0446
Si  0.0155  0.0112  0.0176
Si  -0.0313  0.0873  0.0666
Si  -0.1502  0.0163  0.027
Si  0.1562  0.0405  0.5484
Si  0.0543  0.0983  0.1314
Si  0.2501  0.0047  0.5559
Si  -0.14  -0.0882  0.713
Si  -0.1958  0.0676  0.6265
Si  -0.3076  -0.0414  0.5968
Si  -0.0363  -0.024  0.1902
Si  -0.0295  0.1298  0.0923
Si  0.2906  0.2118  0.6433
Si  0.3495  -0.1564  0.5035
Si  -0.0112  0.0723  0.0487
Si  0.2285  -0.3948  0.6142
Si  0.7821  0.0135  0.1449
Si  -0.3409  -0.1741  0.4463
Si  -0.0723  0.144  0.0525
Si  -0.2715  -0.0721  0.5903
Si  -0.0835  -0.0408  0.1475
Si  -0.0094  -0.0164  0.0281
Si  -0.2195  -0.041  0.624
Si  0.0918  0.0051  0.7245
Si  -0.0382  0.0307  -0.0117
Si  -0.0082  0.0149  0.0369
Si  -0.2256  -0.0978  0.752
Si  0.0373  0.0381  0.0308
Si  -0.3176  -0.189  0.5436
Si  -0.0438  0.0157  0.0619
Si  0.0259  -0.0423  -0.0673
Si  0.0053  0.0927  -0.0316
Si  0.2037  0.1024  0.6047
Si  0.1408  -0.0395  0.6778
Si  -0.0085  0.0181  0.0188
Si  0.0184  0.0292  0.1618
Si  0.0228  -0.0126  -0.0687
Si  0.0163  -0.013  -0.0926
Si  0.0076  -0.0036  -0.0627
Si  0.0076  -0.0285  -0.0656
Si  -0.0109  0.001  -0.0554
Si  -0.0111  0.0076  -0.0864
Si  -0.0533  -0.0388  -0.0788
Si  0.0698  0.0013  0.0435
Si  -0.0299  -0.0078  -0.0612
Si  0.0244  -0.0196  -0.0905
Si  0.2641  -0.0886  0.7398
Si  0.0078  0.0115  -0.055
Si  0.0172  -0.0214  -0.0854
Si  -0.0186  0.0065  -0.11
Si  -0.0163  -0.0207  -0.0449
Si  -0.008  0.028  -0.0498
Si  -0.0009  -0.0148  -0.034
Si  -0.0217  -0.0005  -0.03
Si  -0.0127  -0.017  -0.007
Si  -0.0044  -0.0019  -0.0111
Si  -0.0128  -0.0015  0.0433
Si  0.0073  0.0243  0.0368
Si  -0.0008  -0.0078  0.0445
Si  0.0029  -0.016  0.0241
Si  -0.0251  -0.0185  -0.0264
Si  -0.0094  0.0125  -0.0212
Si  0.0091  -0.0194  -0.0164
Si  -0.0021  0.0362  -0.0519
Si  0.0209  0.0034  0.0365
Si  -0.0002  -0.0083  0.0277
Si  -0.0043  0.0017  0.0359
Si  -0.0235  -0.0163  0.0242
Si  -0.001  -0.0154  0.0245
Si  0.0047  -0.0083  0.0147
Si  -0.0029  0.0228  0.0055
Si  0.0065  0.0048  0.024
Si  0.0162  -0.007  -0.006
Si  0.0047  -0.0038  -0.0276
Si  0.0041  0.0248  -0.0136
Si  -0.0081  -0.0006  -0.0231
Si  0.0019  -0.0126  0.0121
Si  0.0064  0.0187  -0.0386
Si  0.0186  0.0019  -0.0029
Si  0.0102  0.0024  -0.0218
Si  -0.0144  0.0112  -0.0046
Si  0.0036  0.0003  -0.0203
Si  0.0016  -0.0099  -0.0164
Si  0.0054  0.0065  -0.0132
Si  0.0308  -0.0001  0.0233
Si  0.041  -0.0025  0.0306
Si  0.0241  -0.0012  0.0124
Si  0.0215  0.0022  0.0161
Si  -0.0155  0.0003  0.0307
Si  -0.0387  0.004  0.0307
Si  -0.0296  -0.0071  0.0307
Si  -0.0282  0.0099  0.0278
Si  0.0139  -0.017  0.0208
Si  0.0324  0.0104  0.0379
Si  0.0167  -0.0092  0.036
Si  0.0189  0.0004  0.0374
Si  -0.0097  0.0043  0.0155
Si  -0.0249  0.0021  0.0176
Si  -0.0351  0.0044  0.0246
Si  -0.032  -0.0085  0.0268
Si  0.0146  0.0059  -0.029
Si  -0.0072  0.0027  -0.0236
Si  -0.0148  0.0011  -0.0211
Si  0.0005  0.0084  -0.03
Si  0.0007  0.0175  -0.0304
Si  0.0113  0.0027  -0.0128
Si  0.0176  -0.009  -0.0153
Si  0.0194  -0.0045  -0.0101
Si  -0.0207  0.0156  -0.0284
Si  -0.0154  -0.0034  -0.0314
Si  -0.0274  -0.0033  -0.0161
Si  -0.0111  -0.0017  -0.0238
Si  0.0205  -0.0032  -0.0232
Si  0.0078  -0.0165  -0.0163
Si  0.0182  0.0077  -0.0243
Si  0.0116  -0.0104  -0.0249
Si  0.0109  -0.0136  0.0467
Si  -0.0134  0.033  0.0243
Si  0.0126  -0.0008  0.0023
Si  -0.0232  -0.0205  -0.0034
Si  -0.0072  -0.0332  0.0068
Si  -0.0077  0.013  0.019
Si  -0.0018  -0.0065  -0.0107
Si  -0.0231  -0.0173  0.0271
Si  0.0351  -0.0147  0.0438
Si  0.0165  -0.0083  0.0227
Si  -0.0152  -0.0063  0.0211
Si  0.0232  0.0086  0.0187
Si  -0.004  0.0093  -0.0262
Si  -0.0284  -0.0039  0.0091
Si  0.0171  -0.0122  0.0055
Si  -0.0085  -0.0241  0.0201
Si  -0.0158  -0.0056  -0.0387
Si  0.0041  -0.0189  -0.0336
Si  -0.009  0.0006  -0.013
Si  -0.0004  0.0105  -0.0492
Si  0.0073  -0.0026  -0.0092
Si  -0.007  0.009  -0.0265
Si  -0.0398  -0.0041  -0.0093
Si  0.0021  0.0247  -0.0389
Si  -0.0246  -0.0064  -0.0371
Si  -0.0032  -0.009  -0.0155
Si  0.0128  -0.0062  -0.0259
Si  -0.0033  -0.0198  -0.0354
Si  0.0361  -0.029  -0.0313
Si  0.0089  -0.0225  -0.0511
Si  0.0181  0.0139  -0.0438
Si  0.016  0.0237  -0.0097
Si  0.0629  -0.0163  0.0445
Si  -0.0368  -0.074  0.0483
Si  0.035  -0.0103  -0.0188
Si  -0.0226  0.0193  0.0521
Si  -0.0544  -0.0564  0.0288
Si  0.0436  -0.028  -0.0237
Si  0.0363  -0.0828  -0.0098
Si  0.008  0.0431  0.0656
Si  -0.0039  -0.0333  0.0458
Si  0.0293  -0.0215  0.0496
Si  -0.0064  0.0563  0.05
Si  0.0167  -0.0209  0.0683
Si  0.0261  -0.0049  -0.0055
Si  -0.0476  0.0325  0.0255
Si  0.2164  -0.0339  -0.7831
Si  -0.0087  -0.0414  0.0475
Si  0.0017  -0.0043  -0.0307
Si  0.0131  0.0302  0.0401
Si  -0.002  0.0191  0.0969
Si  -0.243  0.1177  -0.6259
Si  0.011  0.0129  0.0391
Si  -0.0794  0.0289  0.0074
Si  -0.0213  0.0263  0.0845
Si  0.3697  0.0266  -0.6987
Si  0.0983  -0.0633  0.0091
Si  -0.0087  0.0724  0.0333
Si  -0.3402  0.0691  -0.8436
Si  0.2899  -0.0098  -0.5452
Si  -0.0417  0.339  -0.6053
Si  -0.0619  -0.0482  -0.0202
Si  0.0345  0.0634  0.057
Si  -0.1772  -0.0155  -0.6645
Si  -0.0887  -0.0257  -0.0575
Si  -0.0794  -0.2738  -0.6614
Si  -0.0835  0.0466  -0.1035
Si  -0.3058  0.1137  -0.503
Si  0.4057  0.1392  -0.5318
Si  0.1693  0.2844  -0.4874
Si  -0.4317  0.0291  -0.3833
Si  0.0426  -0.0242  0.026
Si  0.0332  0.1497  -0.4656
Si  0.0219  0.0644  -0.0336
Si  -0.0864  0.0112  0.0075
Si  -0.0397  -0.0876  -0.0575
Si  0.0811  -0.1139  0.0559
Si  -0.0411  -0.1515  -0.5586
Si  0.484  0.0726  -0.4441
Si  -0.0685  0.0151  0.0594
Si  -0.0369  0.0226  -0.0084
Si  -0.0216  -0.011  0.0929
Si  -0.0375  -0.0095  -0.0999
Si  0.0233  -0.0677  -0.0532
Si  0.008  0.0069  0.033
Si  0.0124  0.0285  -0.1985
Si  0.3186  0.601  0.0386
Si  0.1731  -0.0896  -0.1525
Si  0.0267  0.0082  -0.6243
Si  -0.0563  -0.0836  0.0001
Si  -0.1216  -0.0202  0.0979
Si  -0.0619  -0.0725  -0.032
Si  -0.061  -0.1868  -0.1634
Si  -0.0844  0.0694  0.0072
Si  0.0333  -0.0686  -0.0583
Si  0.1011  -0.0988  -0.0526
Si  -0.1448  -0.0044  -0.0172
Si  0.0011  0.0521  0.1014
Si  0.1267  0.0108  0.0414
Si  -0.0414  0.1299  0.1238
Si  -0.0171  0.0191  -0.1091
Si  -0.1281  -0.1024  -0.1392
Si  -0.0174  0.0454  0.024
Si  -0.0573  0.0298  -0.0682
Si  -0.0566  -0.0185  0.0621
Si  -0.0446  -0.0298  0.0455
Si  -0.0237  0.1016  -0.1365
Si  0.0514  -0.0274  0.0189
Si  0.0916  0.1462  -0.175
Si  -0.0255  0.1103  -0.0364
Si  -0.5982  -0.4145  -0.1801
Si  -0.1162  0.0041  -0.0175
Si  0.0269  -0.0093  0.007
Si  0.1168  0.0539  0.0413
Si  0.0354  -0.0424  0.0846
Si  0.0791  -0.0398  0.0059
Si  -0.1098  -0.0733  0.1125
Si  0.0791  -0.0777  -0.0338
Si  0.0355  -0.0455  -0.0458
Si  0.0581  0.0044  0.1166
Si  0.0759  0.0003  0.0466
Si  -0.0167  -0.026  0.037
Si  -0.0127  -0.0155  0.0425
Si  0.0295  0.0558  0.0532
Si  -0.0824  0.0012  -0.0697
Si  -0.0165  0.0499  0.0649
Si  0.008  0.1149  0.0596
Si  -0.0782  0.0196  0.0226
Si  -0.0097  0.0003  -0.0128
Si  -0.0196  0.0013  -0.0125
Si  -0.0152  -0.0049  -0.0116
Si  -0.0198  0.003  -0.0145
Si  0.0196  0.0031  -0.0085
Si  0.015  -0.0017  -0.0061
Si  0.0276  0.0077  -0.0154
Si  0.0096  0.0122  -0.0169
Si  -0.0139  0.0142  -0.0128
Si  -0.0079  0.0008  -0.0099
Si  -0.0012  0.0015  -0.0117
Si  0.0141  -0.0021  -0.0094
Si  -0.0048  -0.0116  -0.0123
Si  0.0011  -0.0004  -0.0066
Si  0.0052  -0.0019  -0.0069
Si  0.0085  0.0043  -0.0044
Si  -0.02  -0.0018  -0.0085
Si  -0.0217  -0.0071  -0.0103
Si  -0.016  -0.0015  -0.0137
Si  -0.0199  0.012  -0.0045
Si  0.011  -0.009  -0.0085
Si  0.0228  0.0045  -0.0017
Si  0.0234  -0.0026  -0.011
Si  0.008  0.0084  -0.0175
Si  -0.0121  0.0043  -0.0069
Si  -0.0143  -0.0111  -0.0061
Si  -0.0011  0.0002  -0.0086
Si  0.0088  0.0012  -0.0031
Si  -0.0028  -0.0122  -0.0142
Si  0.0045  -0.0043  -0.0108
Si  0.0108  -0.0026  -0.0076
Si  0.0048  0.0144  -0.0067
Si  -0.012  -0.0055  -0.0109
Si  -0.0053  -0.0052  -0.0134
Si  0.004  0.0001  -0.0126
Si  -0.0079  0.0172  -0.0148
Si  0.0056  -0.0053  -0.0149
Si  0.0213  -0.0005  -0.0136
Si  0.0223  -0.0075  -0.0173
Si  0.0083  -0.0032  -0.0193
Si  -0.01  -0.0036  -0.017
Si  -0.0083  -0.0127  -0.019
Si  -0.0078  -0.0028  -0.0145
Si  -0.0021  -0.0062  -0.0094
Si  -0.0095  -0.0054  -0.0086
Si  0.0218  -0.0092  -0.0074
Si  0.0188  -0.0068  0.0027
Si  0.0028  0.0071  -0.0018
Si  0.0004  -0.0008  0.0157
Si  0.0086  0.0085  0.0185
Si  -0.0064  -0.0011  0.0276
Si  0.0214  -0.0108  0.0211
Si  0.0014  0.0134  0.0113
Si  -0.0083  0.0149  0.0082
Si  -0.0151  0.0011  0.0087
Si  -0.0207  0.0064  0.0021
Si  -0.0032  -0.0126  0.0251
Si  0.0016  0.0052  0.0231
Si  0.0056  0.0052  0.0238
Si  -0.0166  0.0043  0.0178
Si  0.0163  0.0017  0.0027
Si  0.0201  -0.0066  0.0098
Si  0.0071  0.0066  0.004
Si  0.006  -0.0178  0.0111
Si  0.0077  0.0023  0.0199
Si  0.0026  0.0014  0.0255
Si  -0.0085  0.009  0.0272
Si  0.0178  -0.0082  0.0153
Si  0.0153  0.0129  0.0043
Si  -0.0059  0.0087  0.0113
Si  -0.0079  -0.0045  0.0026
Si  -0.0167  -0.0014  -0.0011
Si  -0.0027  -0.0169  0.0153
Si  0.0088  0.0149  0.0267
Si  -0.0129  0.0001  0.0317
Si  -0.0199  0.0004  0.017
Si  0.005  0.0045  0.0007
Si  0.0079  -0.0053  0.0068
Si  -0.005  0.0083  0.0027
Si  0.0031  -0.0139  0.0053
Si  0.0048  0.002  0.0192
Si  0.0033  0.005  0.0228
Si  0.006  0.0126  0.0283
Si  0.0104  -0.0138  0.0149
Si  0.0118  -0.0008  0.0073
Si  -0.0167  -0.0026  0.0114
Si  -0.013  -0.0136  0.0125
Si  -0.0187  -0.0142  0.0123
Si  -0.0023  -0.0157  0.0225
Si  0.0049  0.0104  0.0237
Si  -0.0125  0.0035  0.0283
Si  -0.0109  0.0038  0.0122
Si  0.0066  0.0029  -0.0033
Si  0.0067  0.005  -0.0002
Si  0.0163  0.0107  0.0029
Si  0.005  -0.012  0.0017
Si  0.0054  0.0041  -0.0217
Si  0.0047  0.0065  -0.0069
Si  -0.005  0.0204  -0.0123
Si  -0.0121  -0.0051  -0.009
Si  0.0024  -0.0028  -0.0217
Si  0.0122  0.0016  -0.021
Si  0.0092  -0.0011  -0.0221
Si  0.0098  0.0063  -0.0197
Si  -0.0024  0.0018  -0.0125
Si  -0.0106  -0.0041  -0.0133
Si  0.0116  -0.0023  -0.0089
Si  0.0047  -0.0088  -0.012
Si  -0.0202  0.0029  -0.0242
Si  -0.01  0.0103  -0.0239
Si  -0.0094  -0.0046  -0.0141
Si  -0.007  0.01  -0.0097
Si  0.0063  -0.0078  -0.0142
Si  0.0127  0.0094  -0.0097
Si  -0.0028  0.0182  -0.0122
Si  -0.013  -0.0077  -0.0067
Si  -0.0019  -0.0017  -0.0174
Si  0.0073  0.007  -0.0178
Si  0.0066  -0.0114  -0.0215
Si  0.0003  -0.0012  -0.014
Si  -0.0076  0.0001  -0.0132
Si  -0.0017  -0.0072  -0.0103
Si  0.0196  0.0051  -0.0069
Si  0.0068  -0.0059  -0.0097
Si  -0.0049  -0.0009  -0.0181
Si  0.0038  0.0054  -0.0201
Si  0.0039  -0.0026  -0.0175
Si  -0.0038  0.0092  -0.0062
Si  0.0094  -0.0086  -0.0184
Si  0.0062  0.0138  -0.0133
Si  -0.0024  0.0062  -0.0083
Si  -0.007  -0.01  -0.0089
Si  -0.0008  0.0096  -0.0224
Si  0.0154  0.0087  -0.0229
Si  0.0021  -0.0138  -0.0154
Si  -0.0031  0.0055  -0.0208
Si  -0.0042  -0.0072  -0.0127
Si  -0.012  -0.01  -0.0075
Si  0.0132  0.0037  -0.0031
Si  -0.0056  -0.0122  -0.0117
Si  -0.0051  0.0067  -0.0204
Si  -0.0145  -0.0183  -0.0197
Si  -0.0018  -0.0077  -0.011
Si  -0.0061  -0.0027  -0.0117
Si  0.0023  -0.0124  0.01
Si  -0.001  0.0254  0.0153
Si  0.0109  0.0002  0.0105
Si  0.0208  0.0025  0.0157
Si  -0.017  0.0207  0.0261
Si  -0.0212  -0.0001  0.0214
Si  -0.0311  0.0113  0.009
Si  -0.0017  -0.0045  0.0254
Si  0.0068  0.0013  0.0184
Si  0.018  -0.0064  0.0147
Si  0.0089  0.0079  0.0102
Si  0.0096  0.0032  0.0167
Si  -0.0046  -0.0033  0.0125
Si  -0.0176  0.0009  0.0128
Si  0.0019  -0.0033  0.0064
Si  -0.0394  -0.0054  0.0093
Si  0.0068  -0.0066  0.0151
Si  -0.0113  0.0037  0.0221
Si  0.0064  0.0076  0.01
Si  0.0161  0.0033  0.0223
Si  -0.002  0.0084  0.0212
Si  -0.002  -0.0067  0.0243
Si  -0.0295  0.0137  0.0151
Si  0.0045  0.0003  0.0157
Si  0.0208  -0.0127  0.0127
Si  0.0174  -0.0042  0.0178
Si  0.0023  0.0099  0.0143
Si  0.0239  0.0088  0.0129
Si  0.0009  -0.0044  0.0123
Si  -0.0265  -0.002  0.0165
Si  -0.0094  0.0029  0.0115
Si  -0.035  -0.0046  0.0039
Si  -0.004  -0.0018  0.0096
Si  -0.0018  -0.0013  0.019
Si  0.0114  0.0155  0.0112
Si  0.0049  -0.0025  0.0172
Si  -0.0062  -0.001  0.0245
Si  -0.0005  -0.0076  0.024
Si  -0.0332  0.0075  0.0208
Si  -0.0024  -0.0067  0.0167
Si  0.0172  -0.0148  0.0158
Si  0.0058  -0.0043  0.0149
Si  0.0035  0.003  0.0143
Si  0.0276  -0.0016  0.0104
Si  -0.0019  -0.009  0.0042
Si  -0.0082  0  0.0125
Si  -0.0027  0.0071  0.009
Si  -0.031  -0.0011  0.0007
O  -0.1451  -0.3029  -0.1836
O  0.2926  0.0813  -0.1767
O  -0.067  0.3957  -0.04
O  -0.2903  0.1301  -0.4466
O  -0.0966  -0.2421  0.4815
O  -0.0488  0.2735  -0.2873
O  0.0697  0.4231  -0.0118
O  -0.148  -0.0748  -0.0246
O  -0.0276  -0.5654  -0.3202
O  -0.4018  0.2595  -0.0813
O  0.1909  -0.2164  0.5346
O  0.0278  -0.4351  0.0982
O  -0.1979  -0.0549  -0.4528
O  0.118  -0.4188  -0.1049
O  -0.2106  -0.054  -0.2294
O  -0.0534  -0.4514  -0.0689
O  -0.0999  0.7409  -0.0788
O  -0.4321  -0.4677  -0.3598
O  0.3401  -0.2897  -0.1373
O  0.1993  0.2613  -0.1609
O  -0.038  -0.4892  -0.2113
O  -0.1047  0.6682  0.3507
O  0.017  -0.025  0.181
O  -0.0604  -0.2981  0.2003
O  -0.2245  0.0379  -0.3869
O  0.0113  -0.0842  -0.2019
O  0.0463  0.0445  -0.476
O  0.4527  -0.2969  -0.609
O  0.283  0.2351  -0.1853
O  -0.0057  0.1515  -0.2944
O  -0.1354  0.1841  -0.148
O  -0.0492  0.2691  0.1916
O  0.658  -0.035  0.0104
O  -0.7701  0.0537  -0.0954
O  -0.5675  -0.2635  0.1194
O  0.166  0.2493  0.4389
O  0.6477  0.1859  -0.2946
O  -0.258  0.0776  -0.1696
O  0.0139  0.0353  -0.4159
O  0.3497  0.3008  0.0009
O  -0.01  -0.0185  0.4833
O  0.1591  -0.2003  0.1073
O  0.0988  -0.5305  0.0128
O  0.1923  -0.0765  -0.3672
O  0.2657  0.3717  -0.4138
O  0.1911  -0.0369  -0.6236
O  0.1466  0.1564  0.0869
O  -0.4085  -0.2536  0.1933
O  -0.3325  -0.0767  0.227
O  -0.3409  0.5776  -0.2509
O  0.0434  -0.0869  -0.2969
O  0.1989  -0.1498  0.2881
O  -0.5214  -0.1484  -0.2194
O  -0.1219  0.0123  0.3718
O  -0.4673  -0.3445  0.2167
O  -0.0006  -0.498  0.3312
O  0.5552  0.203  -0.0767
O  0.5568  -0.2404  -0.0231
O  -0.3276  0.2389  0.165
O  0.1233  0.1094  0.4497
O  -0.2273  0.3495  0.0361
O  0.2175  -0.2445  0.1732
O  0.0025  0.0776  0.3662
O  -0.5813  -0.0925  0.099
O  -0.0353  -0.0164  -0.0134
O  -0.3305  0.0428  0.2434
O  0.3606  -0.0075  0.4528
O  0.1061  -0.0516  0.0537
O  -0.3908  0.3091  0.1324
O  -0.0674  -0.0697  0.1305
O  -0.3416  -0.2003  0.3489
O  -0.397  -0.0341  0.2626
O  0.1792  0.3914  0.6221
O  0.1223  -0.2913  0.206
O  -0.0437  -0.3606  0.291
O  0.1824  0.1966  -0.3461
O  -0.3338  0.1803  0.438
O  0.272  -0.0251  0.0642
O  0.4607  -0.1413  0.4585
O  -0.4149  0.2711  0.1808
O  -0.6171  -0.0511  -0.1133
O  0.0882  -0.0096  -0.5601
O  0.1244  0  0.0433
O  -0.1677  -0.5802  0.0115
O  0.0273  -0.1049  0.0601
O  -0.0558  0.5111  -0.0047
O  0.0068  0.4788  -0.2206
O  0.4148  0.6798  0.3209
O  -0.351  0.1177  -0.0734
O  -0.2297  0.0911  0.4965
O  0.2144  0.1689  -0.2236
O  0.2917  0.0047  -0.2353
O  0.4325  0.4621  -0.0912
O  -0.4036  -0.1569  -0.5119
O  0.0418  0.2186  0.4105
O  -0.3457  -0.0358  -0.5325
O  0.128  0.5483  0.335
O  -0.1048  0.0682  -0.7861
O  -0.0334  -0.1215  -0.13
O  -0.0631  -0.1931  -0.0909
O  0.3513  -0.3424  0.4561
O  0.0735  0.3515  -0.1161
O  -0.1152  -0.2226  -0.2789
O  0.3301  0.3722  0.4731
O  -0.3485  0.5219  -0.0281
O  -0.0978  -0.2323  -0.4329
O  0.2431  0.0438  -0.017
O  -0.0013  0.0259  0.0563
O  -0.4398  -0.3721  0.4105
O  0.0401  -0.289  -0.5544
O  0.1451  -0.1316  -0.2166
O  -0.3622  0.0476  -0.0619
O  0.4356  -0.7237  -0.1722
O  0.4907  -0.1242  0.1102
O  0.0028  -0.4579  -0.2425
O  -0.5707  0.134  0.0705
O  0.2856  -0.4517  -0.2591
O  -0.3645  -0.2307  0.1399
O  -0.3934  -0.2601  -0.2213
O  -0.0068  -0.4714  -0.2453
O  -0.2197  0.3619  -0.1939
O  -0.3699  -0.1082  -0.014
O  -0.2842  -0.3297  0.2024
O  0.1781  0.0918  -0.4653
O  -0.4474  0.2232  -0.2
O  0.1688  0.3565  -0.1966
O  0.5088  -0.0883  -0.3941
O  -0.0708  -0.5325  -0.0327
O  0.1527  0.331  -0.2109
O  -0.1537  -0.1227  -0.2848
O  -0.0103  -0.1136  0.0501
O  0.0144  0.4454  0.0676
O  -0.0231  0.1454  -0.1731
O  -0.1459  0.6216  -0.1391
O  0.2111  0.231  0.5625
O  0.0333  -0.5257  0.0459
O  -0.2176  0.4333  -0.2599
O  -0.1188  0.2347  -0.5508
O  -0.0911  -0.1746  0.1767
O  -0.319  0.4479  -0.3556
O  -0.1893  -0.196  0.5795
O  -0.0254  -0.4681  0.1128
O  -0.2737  0.0956  -0.3803
O  -0.1838  0.1614  -0.1246
O  0.0183  -0.3654  -0.2603
O  0.0925  0.4939  -0.0045
O  -0.2658  -0.4326  -0.0442
O  0.0314  -0.0373  0.1145
O  -0.1338  0.4306  0.0607
O  -0.0227  0.0367  -0.4107
O  0.2812  -0.4234  0.2675
O  0.048  0.0192  0.1674
O  0.4594  -0.3416  0.5111
O  -0.6668  0.1001  -0.0192
O  -0.1211  0.1594  0.4752
O  -0.1609  0.4686  0.3248
O  -0.2285  0.1582  0.1513
O  0.5407  -0.2826  0.0318
O  0.4175  0.0006  -0.1375
O  0.3473  0.0092  -0.2644
O  0.7943  -0.1436  0.0203
O  0.0831  -0.2851  0.0411
O  0.1248  0.3967  0.1786
O  0.6164  0.1256  -0.3269
O  -0.3271  -0.1979  -0.4098
O  0.2127  0.1281  -0.282
O  -0.5523  0.236  -0.0093
O  -0.4202  -0.2776  0.2257
O  0.0471  0.2493  0.3422
O  0.2236  0.2787  -0.5315
O  0.1338  0.046  -0.3024
O  -0.1303  -0.0419  -0.2741
O  0.2818  0.3984  0.0701
O  -0.6186  -0.19  0.193
O  0.2594  -0.0921  0.0594
O  -0.4114  0.1921  0.5158
O  0.1827  -0.2964  0.1395
O  -0.0051  -0.0781  -0.4803
O  -0.4464  -0.1828  -0.345
O  -0.3485  0.178  0.1381
O  0.3785  0.2628  0.0172
O  -0.5677  -0.1353  0.126
O  -0.3777  0.4856  -0.0218
O  0.5187  0.2485  -0.105
O  -0.1376  0.0283  -0.4735
O  0.072  -0.0438  -0.0803
O  -0.0223  -0.6113  0.0798
O  -0.6781  -0.1092  -0.0927
O  -0.3554  0.0303  0.29
O  -0.1253  -0.4837  0.2403
O  0.0984  0.091  0.4128
O  0.3854  0.4255  0.2053
O  0.1816  -0.2271  -0.0419
O  0.4399  0.0337  -0.0072
O  -0.5456  0.313  0.5031
O  0.2092  -0.2553  0.0341
O  0.423  -0.4165  0.2551
O  0.2429  0.0551  0.3999
O  -0.3829  -0.0729  0.0795
O  -0.7481  -0.1646  0.0374
O  -0.1942  -0.5755  -0.1176
O  0.2921  -0.3304  0.1943
O  -0.1958  -0.1914  0.6723
O  -0.3881  0.1948  -0.5362
O  0.2138  -0.383  0.1908
O  0.1068  -0.2419  0.081
O  -0.0882  0.1648  0.4287
O  0.2432  0.3465  0.3461
O  0.5493  -0.2158  0.0444
O  0.0624  0.0541  0.2611
O  -0.0681  0.2761  0.1545
O  0.2609  0.1027  -0.1721
O  -0.4059  -0.1658  0.1686
O  0.8931  -0.347  0.0311
O  -0.1093  -0.1668  0.0827
O  0.3633  -0.1718  -0.2254
O  -0.5322  0.272  0.1411
O  -0.4139  -0.2749  0.2483
O  0.1414  -0.0273  -0.6112
O  0.145  -0.2989  -0.0173
O  -0.6918  0.1369  0.2026
O  0.1663  0.0402  -0.569
O  -0.2217  0.5064  -0.0309
O  0.0233  0.3057  0.1113
O  -0.1418  -0.1598  -0.0121
O  0.0512  0.2492  -0.0006
O  0.4689  -0.0841  0.3731
O  0.4694  0.3501  -0.4333
O  -0.1821  0.0587  -0.1516
O  -0.0054  0.1197  0.3361
O  0.2607  -0.1542  -0.4986
O  -0.2689  0.0754  -0.3931
O  -0.2418  0.5109  0.2287
O  -0.1633  0.1281  -0.2206
O  -0.2793  -0.4748  -0.0538
O  0.0581  -0.0049  -0.1197
O  -0.0919  -0.3192  -0.0643
O  -0.356  -0.3912  0.2914
O  0.3009  0.2389  -0.2255
O  0.2343  -0.154  -0.2876
O  0.2642  -0.0679  0.1021
O  -0.0375  0.0049  0.1233
O  0.0198  -0.4995  -0.2133
O  0.3883  0.0982  0.1317
O  -0.0959  0.0063  0.4457
O  -0.482  -0.5168  0.2939
O  0.3163  -0.4003  -0.6361
O  -0.517  -0.0608  -0.2208
O  -0.2726  0.3937  0.2924
O  0.4233  -0.1919  -0.2211
O  0.2104  -0.2112  -0.5156
O  0.3198  -0.4978  -0.2879
O  0.5603  -0.3394  0.35
O  -0.2258  -0.4365  0.2024
O  -0.0051  -0.1082  -0.4066
O  -0.4829  -0.5981  -0.2041
O  -0.0355  -0.2292  -0.3289
O  -0.6435  -0.2003  0.413
O  -0.1272  -0.3677  0.3264
O  -0.3747  0.4641  0.005
O  0.0162  -0.5178  0.294
O  -0.4378  0.2824  -0.194
O  -0.3474  0.3495  0.1535
O  0.108  0.1571  -0.3108
O  -0.6101  0.2399  0.1265
O  0.0758  0.1047  -0.4298
O  -0.1616  -0.3872  0.4328
O  -0.3904  -0.1138  0.0841
O  0.0079  -0.1259  0.1969
O  0.3407  0.0706  -0.441
O  0.0176  0.6121  -0.0403
O  0.3201  0.127  -0.1795
O  -0.015  -0.0051  -0.4622
O  -0.3857  0.1863  0.106
O  -0.0674  0.4509  0.4031
O  -0.4646  0.2589  -0.3978
O  -0.0428  -0.2425  0.3004
O  -0.1999  0.5091  -0.0955
O  -0.0233  0.5254  -0.5743
O  0.3244  -0.1287  0.008
O  0.0144  -0.5425  -0.076
O  -0.3743  0.5292  -0.0961
O  -0.0385  -0.2353  -0.5233
O  0.2257  0.3287  -0.4542
O  -0.0477  -0.4632  0.099
O  0.2034  0.4727  -0.2465
O  -0.0638  0.3136  0.2517
O  -0.2466  -0.6099  -0.2932
O  0.0721  0.4567  -0.3636
O  -0.4086  -0.3765  -0.0306
O  0.023  -0.224  0.3956
O  0.0617  0.4737  -0.0593
O  0.1217  -0.7466  0.223
O  0.0256  -0.1211  0.1725
O  0.2469  -0.4949  0.4968
O  -0.297  0.2344  0.2489
O  -0.1767  0.217  0.4075
O  -0.3409  0.2413  -0.1191
O  0.4143  0.3783  0.3082
O  0.4813  -0.1246  0.1623
O  0.0425  -0.0285  -0.325
O  0.527  -0.2097  0.0914
O  0.0202  -0.2883  -0.0203
O  0.469  -0.1471  0.4078
O  0.2255  0.0807  -0.3295
O  -0.1785  -0.0775  -0.446
O  0.0269  0.4206  0.3774
O  -0.1372  0.2374  0.2593
O  -0.2277  -0.408  -0.1367
O  -0.1915  0.2563  0.4726
O  0.3185  0.1804  -0.3434
O  -0.0719  -0.0103  -0.1467
O  0.2277  -0.5311  0.068
O  0.5593  0.4659  -0.05
O  0.143  -0.1577  0.1851
O  0.2289  -0.3106  -0.0295
O  0.1156  0.1724  0.1979
O  0.2724  -0.2326  -0.0722
O  -0.1447  -0.0527  -0.2682
O  0.1124  0.4391  -0.1837
O  0.2703  0.1195  -0.4762
O  -0.2994  0.2312  -0.0449
O  -0.455  -0.1111  0.0629
O  0.2673  0.1998  0.0406
O  -0.3287  0.4307  -0.1164
O  0.6418  0.2833  -0.1813
O  -0.2007  0.0909  -0.5118
O  0.3457  -0.4918  -0.0676
O  -0.3639  -0.5042  0.0633
O  -0.6436  -0.2605  -0.0842
O  -0.1835  0.1287  0.3341
O  -0.4907  -0.4735  0.3428
O  0.2314  0.4798  0.0466
O  -0.1742  0.2252  0.0089
O  0.3641  -0.1918  0.013
O  0.382  0.1802  0.0572
O  -0.3708  0.1191  0.3555
O  0.0469  0.031  -0.1
O  0.2742  -0.2597  0.1968
O  0.3972  0.152  -0.6938
O  -0.3017  -0.3469  -0.2074
O  0.3219  -0.2243  0.2006
O  0.5056  -0.1948  0.1117
O  0.1579  -0.1181  0.1275
O  0.2521  -0.2843  0.8606
O  -0.1908  0.3487  -0.4473
O  0.4132  -0.3577  0.2916
O  -0.2015  -0.2288  0.3773
O  0.1006  -0.2433  -0.4608
O  -0.0114  0.1655  0.7532
O  0.515  0.328  -0.5728
O  0.0635  0.2964  0.5966
O  -0.1968  -0.078  0.2699
O  -0.3345  -0.3181  0.0766
O  0.0206  -0.2431  -0.205
O  -0.4216  -0.2702  0.1309
O  0.5672  -0.11  0.1616
O  0.1659  -0.1562  0.2828
O  0.0206  -0.1918  -0.1078
O  -0.2137  0.0292  0.1983
O  -0.4809  0.1405  0.4698
O  0.572  0.3099  -0.2537
O  0.068  0.0631  -0.4666
O  0.2309  0.0119  0.0716
O  -0.3839  0.1093  0.6237
O  0.2654  0.0834  -0.1551
O  -0.2934  0.4913  -0.0647
O  -0.3726  -0.0659  -0.212
O  -0.5012  -0.2433  -0.1131
O  0.1415  0.0043  -0.2634
O  0.276  0.0626  -0.1056
O  -0.0317  0.1473  0.5432
O  -0.3259  -0.079  -0.5302
O  0.2101  -0.3654  0.1026
O  0.2247  -0.4203  0.6069
O  0.1949  -0.23  -0.6052
O  -0.0138  0.3348  -0.122
O  0.3572  0.1975  0.4244
O  -0.1191  0.4059  0.2851
O  -0.3015  0.0848  -0.355
O  -0.1414  -0.4962  -0.208
O  -0.0154  -0.067  -0.072
O  0.175  -0.2767  0.3486
O  -0.0013  -0.37  -0.1794
O  -0.1678  0.19  -0.0371
O  0.1745  -0.3754  -0.2591
O  0.4415  0.1656  0.4229
O  -0.4273  0.0644  0.2253
O  0.28  0.0111  0.2191
O  0.0908  0.25  0.2352
O  -0.3135  0.3111  -0.3575
O  -0.2896  -0.1635  -0.2356
O  -0.0635  0.2394  0.5505
O  -0.0367  0.2254  -0.058
O  -0.1105  0.0563  -0.3497
O  -0.0078  0.2263  0.6522
O  0.5615  0.0104  -0.0921
O  -0.2709  0.2016  0.2514
O  0.0764  -0.1633  -0.2274
O  -0.3072  -0.3079  0.1607
O  0.2275  0.1388  0.147
O  0.0515  -0.3031  0.2209
O  0.3817  0.0191  0.264
O  -0.219  -0.0459  0.1426
O  -0.1184  0.559  -0.0628
O  -0.328  -0.2914  -0.271
O  -0.5938  -0.2815  -0.1579
O  0.4856  0.3195  -0.0358
O  -0.0327  0.147  0.0285
O  -0.241  0.2191  -0.648
O  -0.4105  -0.2548  0.4801
O  0.0727  0.4225  0.2679
O  -0.0988  -0.0155  0.0087
O  -0.1417  0.0841  -0.1103
O  -0.2397  -0.3977  0.3391
O  -0.5919  -0.047  -0.097
O  0.34  0.7688  0.083
O  0.3409  0.1733  -0.39
O  -0.0099  0.2076  0.3243
O  0.4063  -0.1172  -0.2053
O  -0.1139  0.2583  -0.299
O  0.4617  -0.2128  -0.3686
O  -0.0586  -0.4876  0.1653
O  0.1862  -0.2144  0.0737
O  0.2257  -0.0345  -0.597
O  0.6318  0.3584  -0.4877
O  -0.0172  -0.5399  0.0541
O  0.3103  -0.4108  -0.0711
O  -0.016  -0.2257  0.3511
O  -0.0609  0.5855  0.4954
O  0.3508  0.0431  -0.1661
O  0.5429  0.3375  0.1085
O  0.5782  0.3893  0.075
O  -0.2275  0.3331  -0.2188
O  -0.6824  -0.3101  0.4941
O  0.3055  0.1554  -0.0018
O  0.1733  -0.299  -0.4354
O  0.0239  0.5847  0.0432
O  0.1852  0.0434  0.1295
O  0.2934  0.1777  0.1866
O  -0.0186  0.2241  0.0222
O  0.3438  0.2011  -0.2852
O  0.0736  -0.5849  -0.1143
O  0.3455  0.222  -0.401
O  -0.0696  -0.0752  -0.0266
O  0.2319  0.4814  -0.0775
O  0.4286  -0.3841  0.3287
O  0.008  0.1591  0.2246
O  0.5727  0.0166  0.2119
O  0.0855  0.1058  -0.001
